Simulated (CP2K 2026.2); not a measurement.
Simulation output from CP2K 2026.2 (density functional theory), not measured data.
Periodic cell of 1051 atoms, Si736O315, from a study of silicon, its oxide and their interface. The atomic structure is a simulated model.
Doubt: the forces sum to 2.75 eV/angstrom along one axis rather than to zero, so they err by at least 0.0026 eV/angstrom per atom on average; the grid cutoff is modest.

Settings
functional: PBE
method: Gaussian and plane waves
basis set: DZVP-MOLOPT-SR-GTH
pseudopotentials: GTH-PBE
grid cutoff: 350 Ry, relative cutoff 50 Ry
k points: Gamma only
occupations: fixed
spin: none
net charge: 0

Cell vectors (angstrom)
a, 30.7742, 0, 0
b, 0, 15.3871, 0
c, 5.2458, 4.2651, 39.2554

Atoms: element, x, y, z (angstrom)
Si, 31.9147, 4.1906, 30.4477
Si, 31.4347, 7.2292, 30.4649
Si, 31.8262, 12.4415, 31.1059
Si, 32.9884, 15.9184, 33.1663
Si, 4.5531, 4.2977, 33.3919
Si, 5.4239, 8.0746, 31.0927
Si, 5.2792, 11.2584, 30.743
Si, 5.67, 16.15, 30.8077
Si, 8.8898, 3.9446, 31.2883
Si, 8.4694, 8.2859, 31.1497
Si, 8.2892, 11.3904, 30.5523
Si, 8.7601, 16.1791, 30.7856
Si, 13.5911, 3.6228, 30.7624
Si, 13.2917, 8.1055, 31.2003
Si, 13.7241, 11.14, 30.6774
Si, 13.0947, 15.9894, 31.3283
Si, 5.8652, 3.9469, 30.6381
Si, 4.508, 8.0424, 33.2305
Si, 4.5504, 11.8922, 32.9754
Si, 4.6727, 15.8548, 33.0177
Si, 9.1976, 17.7075, 34.5952
Si, 9.6751, 8.0608, 33.1789
Si, 9.6972, 12.0181, 33.2175
Si, 9.9041, 15.7235, 33.5223
Si, 12.1597, 4.2941, 33.4154
Si, 12.1049, 8.0609, 33.2089
Si, 12.8395, 13.8152, 34.475
Si, 12.2798, 15.8551, 33.4812
Si, 17.4271, 4.2769, 33.2501
Si, 17.4789, 8.1337, 33.2381
Si, 17.4116, 12.0198, 33.2597
Si, 19.703, 15.4853, 28.658
Si, 5.1267, 6.2162, 34.5649
Si, 5.0757, 10.0315, 34.3847
Si, 5.1713, 13.8602, 34.2539
Si, 5.192, 17.6893, 34.4563
Si, 9.1457, 6.2114, 34.548
Si, 9.135, 10.0303, 34.4164
Si, 9.2105, 13.8176, 34.6567
Si, 9.7564, 4.2656, 33.4019
Si, 12.7489, 6.2352, 34.5716
Si, 12.732, 10.0207, 34.4275
Si, 12.1185, 11.9364, 33.1532
Si, 12.8162, 17.7817, 34.6557
Si, 16.8289, 6.2126, 34.4717
Si, 16.8214, 10.0614, 34.4453
Si, 16.8829, 13.9632, 34.4716
Si, 16.8512, 17.7315, 34.4593
Si, 34.0368, 6.2072, 35.9784
Si, 34.0261, 10.0425, 35.864
Si, 34.158, 13.9037, 35.845
Si, 34.1487, 17.7073, 35.9782
Si, 7.1367, 6.2102, 35.7802
Si, 7.1033, 10.0292, 35.6579
Si, 7.1083, 13.8626, 35.6991
Si, 7.1588, 17.7071, 35.7672
Si, 10.9465, 6.217, 36.0542
Si, 10.9403, 10.0431, 35.9445
Si, 11.0696, 13.8118, 36.0483
Si, 10.9871, 17.7393, 36.1043
Si, 14.8157, 6.2212, 35.7348
Si, 14.783, 10.0379, 35.6751
Si, 14.8563, 13.8844, 35.7157
Si, 14.8707, 17.7499, 35.7759
Si, 34.0815, 4.2654, 37.2746
Si, 34.0471, 8.1527, 37.2553
Si, 34.0719, 11.9737, 37.1883
Si, 34.1254, 15.7723, 37.263
Si, 7.1392, 4.2631, 37.1381
Si, 7.1294, 8.1485, 37.1236
Si, 7.11, 11.9377, 37.0833
Si, 7.1334, 15.7734, 37.1257
Si, 10.9684, 4.2936, 37.3731
Si, 10.9601, 8.153, 37.3238
Si, 10.9955, 11.9082, 37.3438
Si, 11.0133, 15.769, 37.3412
Si, 14.8381, 4.2978, 37.1396
Si, 14.8142, 8.1429, 37.1159
Si, 14.8311, 11.9541, 37.0968
Si, 14.8367, 15.8029, 37.1309
Si, 5.2563, 4.2743, 38.5695
Si, 5.2339, 8.1326, 38.5443
Si, 5.2328, 11.9457, 38.5231
Si, 5.2733, 15.7906, 38.5798
Si, 8.9985, 4.2732, 38.6093
Si, 8.9987, 8.1405, 38.586
Si, 8.9952, 11.9531, 38.554
Si, 9.0219, 15.776, 38.5717
Si, 12.9575, 4.2854, 38.5952
Si, 12.9377, 8.1342, 38.5749
Si, 12.9698, 11.9427, 38.5842
Si, 12.9706, 15.806, 38.6024
Si, 16.7088, 4.2867, 38.5834
Si, 16.6928, 8.1402, 38.5663
Si, 16.714, 11.9711, 38.5439
Si, 16.718, 15.8052, 38.569
Si, 30.6926, 1.9242, 11.6498
Si, 30.7215, 5.7814, 11.6302
Si, 30.7148, 9.5945, 11.6418
Si, 30.7771, 13.4448, 11.6303
Si, 3.7844, 1.9331, 11.6245
Si, 3.7739, 5.7737, 11.6314
Si, 3.8296, 9.6198, 11.578
Si, 3.8231, 13.494, 11.641
Si, 7.636, 1.9374, 11.5474
Si, 7.6453, 5.7639, 11.5427
Si, 7.6532, 9.6357, 11.5263
Si, 7.6641, 13.5059, 11.5874
Si, 11.5502, 1.9409, 11.5179
Si, 11.5316, 5.796, 11.4896
Si, 11.5319, 9.631, 11.5038
Si, 11.5021, 13.5035, 11.5189
Si, 28.7637, 1.9211, 13.0441
Si, 28.7627, 5.7928, 12.9525
Si, 28.7581, 9.575, 13.0149
Si, 28.7868, 13.4008, 12.8862
Si, 1.851, 1.935, 13.0028
Si, 1.847, 5.7668, 13.0398
Si, 1.9158, 9.5953, 12.9391
Si, 1.923, 13.5115, 13.0491
Si, 5.7304, 1.9346, 12.9544
Si, 5.7351, 5.7811, 12.9402
Si, 5.7628, 9.6411, 12.934
Si, 5.766, 13.4851, 12.9996
Si, 9.606, 1.9101, 12.8215
Si, 9.6134, 5.7555, 12.8252
Si, 9.6002, 9.6439, 12.8253
Si, 9.6061, 13.5432, 12.9218
Si, 28.7767, 15.2552, 14.2874
Si, 28.7035, 3.9361, 14.3767
Si, 28.6993, 7.6478, 14.4283
Si, 28.7372, 11.5337, 14.3318
Si, 32.6458, 15.4695, 14.4533
Si, 32.5472, 3.8231, 14.4188
Si, 32.6705, 7.7227, 14.3776
Si, 1.9735, 11.4995, 14.2991
Si, 5.7522, 15.4239, 14.3615
Si, 5.6809, 3.8609, 14.3123
Si, 5.7808, 7.7182, 14.2854
Si, 5.8121, 11.5373, 14.3434
Si, 9.6108, 15.485, 14.3036
Si, 9.6539, 3.8091, 14.1438
Si, 9.6005, 7.6981, 14.1232
Si, 9.6044, 11.5651, 14.1792
Si, 30.6196, 15.3741, 15.7562
Si, 30.5923, 3.8561, 15.8198
Si, 30.9006, 5.8533, 17.0876
Si, 30.7597, 11.5685, 15.5374
Si, 3.8755, 15.4901, 15.7954
Si, 4.0449, 2.0608, 17.1878
Si, 33.109, 9.3099, 18.6339
Si, 3.9079, 11.4869, 15.7159
Si, 7.6889, 15.4704, 15.7184
Si, 8.0928, 5.7646, 16.7995
Si, 7.7605, 7.716, 15.5587
Si, 7.7729, 11.5131, 15.6666
Si, 11.6193, 15.5202, 15.5716
Si, 11.4698, 3.9456, 15.6543
Si, 10.8325, 9.6258, 16.8641
Si, 11.4953, 11.5028, 15.5617
Si, 29.7945, 1.8841, 16.9433
Si, 30.6999, 7.7369, 15.7068
Si, 30.569, 9.7593, 16.9587
Si, 31.13, 13.3726, 16.9638
Si, 3.7384, 3.8694, 15.7226
Si, 4.0359, 5.7727, 17.0553
Si, 3.9023, 7.6906, 15.6803
Si, 3.551, 13.4491, 16.9567
Si, 7.8669, 2.0818, 16.9732
Si, 7.7396, 3.8716, 15.4597
Si, 8.4025, 9.5618, 16.8931
Si, 8.1509, 13.4838, 16.9139
Si, 10.679, 2.3297, 18.5897
Si, 10.5873, 5.8059, 16.9934
Si, 11.3517, 7.6623, 15.6692
Si, 11.9553, 13.4379, 19.7294
Si, 29.8279, 13.8845, 19.6511
Si, 14.0362, 6.2326, 18.7677
Si, 6.4753, 9.7773, 19.1976
Si, 30.5331, 16.9152, 19.1158
Si, 2.8745, 16.988, 19.1909
Si, 32.8911, 6.1575, 18.4002
Si, 4.0311, 9.5571, 17.1049
Si, 4.2858, 14.368, 19.652
Si, 6.0597, 2.8278, 18.2263
Si, 6.1042, 5.2705, 18.1185
Si, 6.1245, 8.1303, 21.884
Si, 6.9707, 14.9418, 20.7885
Si, 12.2345, 2.0332, 16.8834
Si, 11.3428, 5.2442, 19.1527
Si, 12.9996, 9.1582, 18.7836
Si, 11.3077, 13.5147, 16.7402
Si, 9.8473, 12.4498, 28.1264
Si, 12.212, 12.2869, 26.2084
Si, 31.9784, 13.8828, 24.1337
Si, 30.5243, 12.087, 22.1611
Si, 7.8097, 5.8661, 22.3693
Si, 31.4997, 5.6274, 20.8968
Si, 3.7379, 12.9921, 22.4688
Si, 4.9244, 2.9008, 20.9664
Si, 5.7712, 5.6132, 20.4137
Si, 5.1076, 9.3734, 24.6647
Si, 6.8882, 5.1772, 25.1171
Si, 15.9956, 17.0898, 24.1977
Si, 10.8234, 6.0935, 22.1268
Si, 10.3383, 11.3931, 20.983
Si, 9.8671, 15.5688, 20.5699
Si, 8.2863, 13.2562, 25.618
Si, 10.3227, 11.585, 23.9676
Si, 31.4916, 15.476, 30.5147
Si, 14.7994, 2.9516, 21.7221
Si, 11.1085, 9.1861, 22.6603
Si, 8.0043, 18.28, 26.7486
Si, 13.9312, 9.7576, 21.7864
Si, 18.0766, 18.053, 26.1817
Si, 5.3572, 12.5033, 24.8629
Si, 12.0525, 3.5442, 23.1779
Si, 32.0576, 9.0092, 27.9768
Si, 33.6276, 13.2425, 26.6967
Si, 9.7102, 4.6135, 28.5201
Si, 9.5446, 17.0836, 23.1244
Si, 5.5493, 16.8489, 26.0525
Si, 6.5861, 16.9124, 23.0674
Si, 13.5203, 18.0599, 25.726
Si, 7.633, 12.4084, 19.7453
Si, 12.2229, 15.3791, 26.5191
Si, 9.5253, 16.0685, 25.168
Si, 3.8843, 5.4383, 26.1197
Si, 13.9164, 10.3826, 27.7432
Si, 16.4596, 8.0551, 22.6459
Si, 18.1186, 10.3291, 21.5111
Si, 12.3837, 7.7412, 28.2204
Si, 33.5729, 11.1941, 28.9418
Si, 32.7418, 17.3559, 28.4677
Si, 9.3891, 7.6212, 28.2088
Si, 11.0048, 15.0377, 29.2677
Si, 6.9642, 7.7099, 26.662
Si, 5.0782, 6.1982, 28.7284
Si, 33.2632, 8.0178, 25.3069
Si, 12.7181, 4.6821, 27.9514
Si, 16.6564, 4.2727, 31.021
Si, 16.0679, 7.2713, 30.659
Si, 16.6116, 12.3919, 31.1029
Si, 17.4031, 15.8652, 33.1012
Si, 19.8143, 4.2915, 33.3207
Si, 20.8494, 8.0386, 31.1251
Si, 20.8527, 11.1396, 30.3145
Si, 21.1165, 16.09, 31.1007
Si, 24.2886, 3.9421, 31.1727
Si, 23.891, 8.2188, 31.1888
Si, 23.812, 11.2563, 30.4291
Si, 24.1993, 16.1605, 31.2015
Si, 28.8885, 3.7151, 30.6188
Si, 28.702, 8.157, 31.1181
Si, 29.085, 11.1872, 30.6728
Si, 28.3978, 16.0819, 30.9664
Si, 21.2693, 3.8492, 30.6193
Si, 19.8852, 8.1068, 33.2519
Si, 19.8249, 11.9597, 33.2052
Si, 19.8828, 15.8811, 33.1122
Si, 24.5851, 17.7142, 34.5192
Si, 25.0939, 8.045, 33.1879
Si, 25.0411, 12.0072, 33.1313
Si, 25.2147, 15.8148, 33.2496
Si, 27.5638, 4.2911, 33.3756
Si, 27.518, 8.0519, 33.1449
Si, 28.2064, 13.845, 34.2938
Si, 27.6214, 15.8495, 33.1754
Si, 32.9616, 4.2277, 33.3887
Si, 32.8766, 8.0541, 33.1209
Si, 32.8901, 12.0269, 33.1351
Si, 4.2547, 15.4929, 28.2455
Si, 20.4593, 6.2089, 34.5164
Si, 20.4604, 10.0509, 34.4635
Si, 20.4757, 13.9317, 34.3679
Si, 20.4633, 17.7293, 34.4844
Si, 24.535, 6.185, 34.5103
Si, 24.5139, 10.0339, 34.3759
Si, 24.5532, 13.8978, 34.4427
Si, 25.1474, 4.2664, 33.3073
Si, 28.1496, 6.232, 34.5295
Si, 28.1211, 10.0231, 34.3535
Si, 27.4511, 11.9149, 33.0577
Si, 28.196, 17.7143, 34.5124
Si, 32.2307, 6.2012, 34.4496
Si, 32.2367, 10.0419, 34.2982
Si, 32.3312, 13.9502, 34.3812
Si, 32.305, 17.7028, 34.5466
Si, 18.6346, 6.2106, 35.9873
Si, 18.6398, 10.0587, 35.9496
Si, 18.7046, 13.9337, 35.9354
Si, 18.6535, 17.731, 35.9731
Si, 22.499, 6.2012, 35.7193
Si, 22.5086, 10.0387, 35.6634
Si, 22.503, 13.9168, 35.6453
Si, 22.5194, 17.7232, 35.6943
Si, 26.3419, 6.215, 36.0072
Si, 26.335, 10.0554, 35.8829
Si, 26.4199, 13.8652, 35.8716
Si, 26.3888, 17.7271, 36.0106
Si, 30.2127, 6.2099, 35.6983
Si, 30.1961, 10.0393, 35.5693
Si, 30.2446, 13.8871, 35.5783
Si, 30.24, 17.7124, 35.7177
Si, 18.6538, 4.2754, 37.2881
Si, 18.6498, 8.1436, 37.2887
Si, 18.6711, 11.9946, 37.2514
Si, 18.6847, 15.8201, 37.3009
Si, 22.515, 4.2643, 37.0896
Si, 22.512, 8.1354, 37.0923
Si, 22.5171, 11.9795, 37.041
Si, 22.5195, 15.8068, 37.0879
Si, 26.3774, 4.2776, 37.3015
Si, 26.3496, 8.1616, 37.2674
Si, 26.3812, 11.9655, 37.2191
Si, 26.3985, 15.7667, 37.2557
Si, 30.2225, 4.2715, 37.0834
Si, 30.2167, 8.1532, 37.0492
Si, 30.2284, 11.9619, 36.9929
Si, 30.2288, 15.7689, 37.06
Si, 20.6339, 4.2741, 38.539
Si, 20.6284, 8.1337, 38.5386
Si, 20.6441, 11.9752, 38.5134
Si, 20.6526, 15.8196, 38.5534
Si, 24.3975, 4.2704, 38.541
Si, 24.3923, 8.1377, 38.5393
Si, 24.4079, 11.9778, 38.4908
Si, 24.4201, 15.791, 38.5153
Si, 28.354, 4.2749, 38.5449
Si, 28.3365, 8.1387, 38.5089
Si, 28.3564, 11.9605, 38.4793
Si, 28.3596, 15.7859, 38.5268
Si, 32.1053, 4.2588, 38.5307
Si, 32.0852, 8.1393, 38.522
Si, 32.1054, 11.9718, 38.4705
Si, 32.1256, 15.7788, 38.4988
Si, 15.346, 1.9577, 11.5449
Si, 15.3799, 5.8179, 11.5519
Si, 15.3664, 9.6061, 11.5664
Si, 15.3899, 13.4592, 11.5602
Si, 19.1858, 1.9233, 11.5413
Si, 19.1627, 5.7901, 11.5029
Si, 19.2172, 9.6284, 11.5138
Si, 19.1741, 13.4757, 11.5169
Si, 23.0226, 1.8989, 11.4851
Si, 23.0615, 5.7602, 11.4466
Si, 23.0445, 9.609, 11.487
Si, 23.0528, 13.4551, 11.4741
Si, 26.9286, 1.9174, 11.5382
Si, 26.896, 5.7493, 11.5142
Si, 26.932, 9.6025, 11.5074
Si, 26.9071, 13.4719, 11.4819
Si, 13.4436, 2.0125, 12.934
Si, 13.4337, 5.8434, 12.8767
Si, 13.4178, 9.589, 12.9158
Si, 13.4259, 13.4734, 12.8515
Si, 17.2546, 1.9242, 12.9136
Si, 17.284, 5.7895, 12.9508
Si, 17.3184, 9.6115, 12.8984
Si, 17.3042, 13.4899, 12.9641
Si, 21.1236, 1.8918, 12.8812
Si, 21.1309, 5.8214, 12.7615
Si, 21.1395, 9.6426, 12.8805
Si, 21.1231, 13.4212, 12.8138
Si, 24.9645, 1.9018, 12.7987
Si, 24.9598, 5.6933, 12.8256
Si, 24.991, 9.5898, 12.7907
Si, 24.9831, 13.507, 12.8118
Si, 13.4717, 15.4015, 14.1811
Si, 13.4162, 3.9999, 14.2964
Si, 13.373, 7.6883, 14.3463
Si, 13.4064, 11.5421, 14.1993
Si, 17.2478, 15.4367, 14.3454
Si, 17.2106, 3.831, 14.2932
Si, 17.3487, 7.7278, 14.3204
Si, 17.3613, 11.5136, 14.2746
Si, 21.1159, 15.2846, 14.1936
Si, 21.1004, 3.9236, 14.0864
Si, 21.1549, 7.6922, 14.1829
Si, 21.1472, 11.5639, 14.2603
Si, 24.9668, 15.4269, 14.1946
Si, 24.906, 3.759, 14.1913
Si, 24.9968, 7.6386, 14.1014
Si, 25.0033, 11.5489, 14.0677
Si, 15.2567, 15.4504, 15.6985
Si, 15.309, 3.92, 15.7279
Si, 15.5478, 5.8895, 17.0304
Si, 15.3461, 11.601, 15.4802
Si, 19.2407, 15.3381, 15.6294
Si, 19.8881, 1.9475, 16.6748
Si, 17.9397, 9.3003, 18.5514
Si, 19.2946, 11.4616, 15.7159
Si, 23.0463, 15.3478, 15.5486
Si, 23.406, 5.8215, 16.806
Si, 23.1219, 7.7145, 15.4499
Si, 23.1593, 11.5935, 15.4742
Si, 26.8336, 15.2678, 15.6267
Si, 26.7078, 3.8443, 15.7037
Si, 26.0762, 9.5405, 16.9021
Si, 26.7346, 11.467, 15.6377
Si, 14.7133, 1.9943, 16.996
Si, 15.3721, 7.7429, 15.6149
Si, 15.3297, 9.7522, 16.8437
Si, 15.6, 13.4306, 16.9178
Si, 19.2217, 3.845, 15.4743
Si, 19.3966, 5.6585, 16.9354
Si, 19.3458, 7.6597, 15.6571
Si, 18.8138, 13.4094, 16.9569
Si, 22.2847, 1.8937, 16.6393
Si, 22.9604, 3.8724, 15.4953
Si, 23.6332, 9.6608, 16.6853
Si, 23.682, 13.4663, 16.8279
Si, 25.6883, 2.3631, 19.4548
Si, 25.8776, 5.6572, 17.1084
Si, 26.6595, 7.5544, 15.755
Si, 26.8174, 13.2285, 19.1836
Si, 14.8805, 14.0304, 19.8058
Si, 29.4194, 6.2591, 18.8342
Si, 21.9065, 9.6652, 18.2274
Si, 15.6239, 17.0456, 19.1792
Si, 18.6968, 17.2438, 19.6216
Si, 17.5403, 6.1438, 18.3454
Si, 19.7301, 9.5354, 17.0742
Si, 19.5361, 14.292, 19.8006
Si, 22.6267, 2.6246, 18.7791
Si, 21.427, 5.5068, 18.1357
Si, 20.8538, 9.6262, 22.2565
Si, 22.512, 14.0816, 19.7306
Si, 27.3242, 1.8407, 16.8269
Si, 26.7005, 5.1825, 19.3333
Si, 28.2754, 9.1642, 18.8103
Si, 26.1402, 13.358, 16.9184
Si, 25.3014, 12.257, 28.044
Si, 27.5883, 12.3678, 26.111
Si, 16.538, 14.093, 24.3382
Si, 15.7311, 12.2605, 22.1934
Si, 22.7262, 5.381, 22.0774
Si, 16.1047, 5.6708, 20.8633
Si, 19.2526, 13.9381, 22.6671
Si, 21.115, 2.792, 21.2359
Si, 21.6098, 7.4774, 20.3127
Si, 20.2254, 9.5409, 25.2238
Si, 22.0491, 5.5324, 25.0856
Si, 31.2518, 16.9747, 24.0262
Si, 25.7295, 5.8936, 22.0983
Si, 25.6642, 11.0683, 20.9456
Si, 24.9874, 15.2322, 20.8049
Si, 23.6869, 12.8305, 25.5242
Si, 25.7556, 11.3187, 23.9327
Si, 16.2155, 15.4555, 31.0608
Si, 29.9802, 2.9951, 21.6544
Si, 26.4032, 8.781, 22.6573
Si, 23.5787, 3.1917, 26.4347
Si, 29.1796, 9.4484, 21.8617
Si, 33.403, 18.0774, 25.6909
Si, 20.555, 12.6345, 25.0661
Si, 27.3608, 3.6031, 23.3215
Si, 16.5721, 8.973, 28.0712
Si, 18.2498, 13.5038, 26.8452
Si, 25.1243, 4.7036, 28.4004
Si, 25.4181, 17.1677, 24.5257
Si, 20.9806, 16.7516, 26.3142
Si, 21.1674, 16.0206, 23.2902
Si, 28.8967, 18.098, 25.8581
Si, 22.6587, 11.3088, 20.5596
Si, 27.2045, 15.5455, 26.3514
Si, 23.8659, 15.0697, 23.4878
Si, 19.1075, 5.4967, 26.2247
Si, 29.3995, 10.523, 27.6389
Si, 31.9466, 8.0458, 22.6244
Si, 33.1806, 10.4984, 21.4579
Si, 27.7603, 7.9095, 28.1164
Si, 18.3389, 11.1812, 28.7435
Si, 17.4869, 17.4378, 29.056
Si, 24.7714, 7.7048, 28.2356
Si, 26.146, 14.9621, 29.1223
Si, 22.2044, 7.8507, 26.9233
Si, 20.4378, 6.1212, 28.8282
Si, 17.5858, 7.9663, 25.4035
Si, 28.1269, 4.8554, 27.8731
Si, 30.7765, 13.4639, 0.6646
Si, 30.7663, 1.9414, 0.6562
Si, 30.7602, 5.7788, 0.6573
Si, 30.7756, 9.5925, 0.657
Si, 3.7806, 13.4472, 0.6745
Si, 3.7676, 1.9442, 0.6863
Si, 3.7694, 5.789, 0.6886
Si, 3.7788, 9.5994, 0.6786
Si, 7.6949, 13.4752, 0.6898
Si, 7.6872, 1.9465, 0.6868
Si, 7.7, 5.773, 0.7008
Si, 7.6957, 9.6082, 0.6871
Si, 11.4708, 13.4717, 0.6689
Si, 11.4702, 1.95, 0.6732
Si, 11.4751, 5.7944, 0.6676
Si, 11.4717, 9.6186, 0.6684
Si, 15.3851, 13.4788, 0.6518
Si, 15.3778, 1.939, 0.6388
Si, 15.3806, 5.7944, 0.6363
Si, 15.3858, 9.6218, 0.6403
Si, 19.1786, 13.4561, 0.6245
Si, 19.1679, 1.938, 0.6335
Si, 19.167, 5.8017, 0.6251
Si, 19.1749, 9.6142, 0.6273
Si, 23.096, 13.4563, 0.6276
Si, 23.0889, 1.9467, 0.6268
Si, 23.0911, 5.7901, 0.618
Si, 23.0948, 9.5992, 0.6234
Si, 26.8773, 13.4442, 0.6193
Si, 26.8682, 1.9336, 0.6222
Si, 26.8679, 5.7978, 0.6182
Si, 26.8748, 9.6057, 0.6205
Si, 1.8895, 13.4591, 2.0618
Si, 1.8751, 1.9365, 2.0636
Si, 1.8734, 5.7798, 2.0627
Si, 1.8855, 9.6059, 2.0608
Si, 5.7317, 13.4671, 2.0118
Si, 5.7262, 1.9367, 2.0144
Si, 5.7301, 5.7822, 2.0171
Si, 5.7333, 9.6137, 2.0136
Si, 9.5865, 13.4752, 2.0726
Si, 9.5818, 1.9423, 2.0697
Si, 9.5935, 5.7832, 2.0776
Si, 9.5861, 9.621, 2.0719
Si, 13.4308, 13.4761, 1.9885
Si, 13.432, 1.9423, 1.9882
Si, 13.4343, 5.7891, 1.9858
Si, 13.4343, 9.625, 1.9851
Si, 17.2879, 13.4702, 2.0218
Si, 17.2757, 1.9373, 2.0219
Si, 17.2774, 5.7918, 2.0195
Si, 17.283, 9.6221, 2.0203
Si, 21.1353, 13.4641, 1.9553
Si, 21.1297, 1.9342, 1.9575
Si, 21.1303, 5.7859, 1.95
Si, 21.1349, 9.6143, 1.9556
Si, 24.9886, 13.4562, 2.0182
Si, 24.9811, 1.9322, 2.0196
Si, 24.9805, 5.7846, 2.0163
Si, 24.9853, 9.6103, 2.0178
Si, 28.8182, 13.4587, 1.9806
Si, 28.8118, 1.9305, 1.9792
Si, 28.8088, 5.7779, 1.981
Si, 28.819, 9.6075, 1.9796
Si, 1.8885, 15.3904, 3.4059
Si, 1.882, 3.8563, 3.4145
Si, 1.8874, 7.6948, 3.423
Si, 1.888, 11.5344, 3.4106
Si, 5.725, 15.3949, 3.3795
Si, 5.7241, 3.8574, 3.3856
Si, 5.7303, 7.699, 3.3922
Si, 5.7298, 11.5439, 3.3804
Si, 9.5808, 15.4027, 3.4191
Si, 9.5847, 3.8593, 3.4255
Si, 9.5809, 7.7051, 3.4295
Si, 9.5798, 11.5492, 3.4195
Si, 13.4289, 15.4021, 3.354
Si, 13.4321, 3.8649, 3.3548
Si, 13.4298, 7.7076, 3.3593
Si, 13.4288, 11.5515, 3.3531
Si, 17.2824, 15.3971, 3.3702
Si, 17.2788, 3.8636, 3.3681
Si, 17.2787, 7.7066, 3.3793
Si, 17.2814, 11.5468, 3.3707
Si, 21.1313, 15.3917, 3.324
Si, 21.1285, 3.8596, 3.3231
Si, 21.1318, 7.6978, 3.3328
Si, 21.1342, 11.542, 3.3253
Si, 24.9842, 15.3874, 3.3689
Si, 24.9833, 3.8561, 3.3717
Si, 24.983, 7.6965, 3.3837
Si, 24.9853, 11.5352, 3.3747
Si, 28.8222, 15.3878, 3.3471
Si, 28.8175, 3.8518, 3.3517
Si, 28.8228, 7.6927, 3.3605
Si, 28.8271, 11.535, 3.3503
Si, 30.7322, 15.387, 4.7441
Si, 30.7265, 3.8503, 4.749
Si, 30.7306, 7.6951, 4.7572
Si, 30.7335, 11.5373, 4.7503
Si, 3.8104, 15.3936, 4.7641
Si, 3.8082, 3.8538, 4.7672
Si, 3.815, 7.6972, 4.7734
Si, 3.8143, 11.5436, 4.7642
Si, 7.6414, 15.3994, 4.7574
Si, 7.6421, 3.8588, 4.759
Si, 7.6434, 7.705, 4.77
Si, 7.6427, 11.5509, 4.7612
Si, 11.5215, 15.403, 4.7482
Si, 11.525, 3.8596, 4.7504
Si, 11.5219, 7.7095, 4.7535
Si, 11.5197, 11.5538, 4.7472
Si, 15.3519, 15.3989, 4.7187
Si, 15.3525, 3.8631, 4.7203
Si, 15.3492, 7.7078, 4.726
Si, 15.3508, 11.5536, 4.7174
Si, 19.2151, 15.3939, 4.708
Si, 19.2128, 3.8568, 4.7053
Si, 19.2157, 7.7013, 4.7117
Si, 19.2165, 11.5476, 4.7059
Si, 23.0459, 15.3879, 4.7061
Si, 23.0434, 3.8529, 4.7055
Si, 23.044, 7.6947, 4.7169
Si, 23.0467, 11.5412, 4.71
Si, 26.9124, 15.3861, 4.7261
Si, 26.9089, 3.8477, 4.7302
Si, 26.9123, 7.6914, 4.7364
Si, 26.9156, 11.5376, 4.7273
Si, 30.7463, 13.4642, 6.1103
Si, 30.7457, 1.9236, 6.1087
Si, 30.7414, 5.7694, 6.1157
Si, 30.7453, 9.6184, 6.1198
Si, 3.801, 13.4695, 6.1294
Si, 3.8, 1.9289, 6.1305
Si, 3.8004, 5.7731, 6.1355
Si, 3.8127, 9.6241, 6.1338
Si, 7.6447, 13.478, 6.1215
Si, 7.6405, 1.9358, 6.1207
Si, 7.6427, 5.7773, 6.1241
Si, 7.6395, 9.632, 6.1281
Si, 11.5146, 13.4785, 6.1079
Si, 11.5183, 1.9369, 6.1123
Si, 11.5151, 5.7836, 6.1084
Si, 11.5126, 9.635, 6.1128
Si, 15.3565, 13.4757, 6.0787
Si, 15.3554, 1.9369, 6.0762
Si, 15.3569, 5.7834, 6.0824
Si, 15.3485, 9.6348, 6.0788
Si, 19.203, 13.4695, 6.0705
Si, 19.2019, 1.9315, 6.0663
Si, 19.2065, 5.7768, 6.0694
Si, 19.2103, 9.627, 6.0677
Si, 23.0506, 13.466, 6.0724
Si, 23.0463, 1.9265, 6.0663
Si, 23.0492, 5.7685, 6.077
Si, 23.0463, 9.6199, 6.0742
Si, 26.9167, 13.4619, 6.0906
Si, 26.9156, 1.9209, 6.0904
Si, 26.9106, 5.7661, 6.0972
Si, 26.9223, 9.6177, 6.0927
Si, 1.8793, 13.4677, 7.5056
Si, 1.8788, 1.9255, 7.5037
Si, 1.8763, 5.769, 7.5055
Si, 1.8896, 9.6204, 7.4984
Si, 5.7216, 13.4775, 7.4893
Si, 5.7186, 1.9332, 7.4921
Si, 5.7213, 5.7741, 7.4916
Si, 5.7244, 9.6326, 7.5084
Si, 9.5826, 13.4848, 7.467
Si, 9.5794, 1.9385, 7.4608
Si, 9.581, 5.7804, 7.4627
Si, 9.5766, 9.6377, 7.4661
Si, 13.4472, 13.4742, 7.4545
Si, 13.4512, 1.9365, 7.4598
Si, 13.4451, 5.7859, 7.4541
Si, 13.4423, 9.6415, 7.4619
Si, 17.2776, 13.4754, 7.4418
Si, 17.2774, 1.9351, 7.4347
Si, 17.2845, 5.7805, 7.4364
Si, 17.2798, 9.6334, 7.4212
Si, 21.1225, 13.4649, 7.4288
Si, 21.1192, 1.9256, 7.426
Si, 21.1222, 5.7689, 7.4319
Si, 21.123, 9.6229, 7.4371
Si, 24.9819, 13.463, 7.433
Si, 24.9767, 1.92, 7.4241
Si, 24.9767, 5.7609, 7.44
Si, 24.9827, 9.6151, 7.4207
Si, 28.8336, 13.4605, 7.4713
Si, 28.8344, 1.9202, 7.4703
Si, 28.8276, 5.7648, 7.4731
Si, 28.8322, 9.6167, 7.4827
Si, 1.8767, 15.3919, 8.8829
Si, 1.8703, 3.8461, 8.8826
Si, 1.8794, 7.6983, 8.8699
Si, 1.8899, 11.5392, 8.875
Si, 5.7132, 15.3986, 8.8538
Si, 5.7053, 3.854, 8.8565
Si, 5.7176, 7.6937, 8.8525
Si, 5.7236, 11.5673, 8.8653
Si, 9.5782, 15.4101, 8.8313
Si, 9.5811, 3.8579, 8.8257
Si, 9.5728, 7.7082, 8.8163
Si, 9.5786, 11.5624, 8.8297
Si, 13.4566, 15.3941, 8.8113
Si, 13.4553, 3.8652, 8.813
Si, 13.4489, 7.712, 8.8063
Si, 13.4485, 11.5625, 8.8279
Si, 17.2696, 15.4029, 8.8045
Si, 17.2792, 3.8571, 8.8009
Si, 17.2797, 7.7161, 8.7825
Si, 17.2718, 11.5435, 8.7967
Si, 21.1094, 15.3887, 8.7826
Si, 21.109, 3.8441, 8.7888
Si, 21.1193, 7.6919, 8.786
Si, 21.1188, 11.5482, 8.7954
Si, 24.9818, 15.3898, 8.7915
Si, 24.9827, 3.8306, 8.7983
Si, 24.9866, 7.6968, 8.7832
Si, 24.9873, 11.5309, 8.7842
Si, 28.8502, 15.3835, 8.8307
Si, 28.8421, 3.8418, 8.8337
Si, 28.836, 7.6841, 8.8342
Si, 28.851, 11.5436, 8.8419
Si, 30.7319, 15.3837, 10.2654
Si, 30.7238, 3.8451, 10.2633
Si, 30.7321, 7.6912, 10.2425
Si, 30.7515, 11.5238, 10.257
Si, 3.8047, 15.401, 10.2471
Si, 3.7925, 3.855, 10.2507
Si, 3.8032, 7.6847, 10.234
Si, 3.8098, 11.5688, 10.2505
Si, 7.6437, 15.4035, 10.1941
Si, 7.645, 3.8519, 10.1806
Si, 7.6502, 7.6971, 10.1891
Si, 7.6587, 11.5803, 10.2069
Si, 11.531, 15.4127, 10.1548
Si, 11.5281, 3.8609, 10.1573
Si, 11.5166, 7.7157, 10.1422
Si, 11.5153, 11.5691, 10.1717
Si, 15.3627, 15.3977, 10.1985
Si, 15.3721, 3.8809, 10.1874
Si, 15.3741, 7.7153, 10.1656
Si, 15.3715, 11.5384, 10.1964
Si, 19.1917, 15.4, 10.1594
Si, 19.1929, 3.8473, 10.1687
Si, 19.1923, 7.71, 10.1451
Si, 19.1883, 11.5513, 10.156
Si, 23.0374, 15.3775, 10.1224
Si, 23.0376, 3.8235, 10.1265
Si, 23.0544, 7.6952, 10.1203
Si, 23.058, 11.53, 10.1301
Si, 26.9166, 15.3997, 10.1509
Si, 26.9145, 3.8298, 10.1641
Si, 26.9029, 7.6776, 10.1606
Si, 26.9085, 11.5317, 10.1553
O, 32.4491, 7.9065, 31.5328
O, 32.3615, 16.2006, 31.6687
O, 7.3372, 4.3613, 31.1579
O, 4.856, 4.4464, 31.7864
O, 6.9905, 7.5979, 31.1772
O, 6.7448, 11.8842, 30.386
O, 7.2287, 15.7016, 30.7434
O, 9.0443, 12.2369, 31.7107
O, 9.4498, 15.3873, 31.993
O, 12.7376, 4.3876, 31.8878
O, 15.1597, 3.6469, 31.1277
O, 14.5734, 7.1025, 31.275
O, 12.5494, 11.8247, 31.5554
O, 15.0621, 11.9655, 30.9762
O, 14.6108, 15.3988, 31.3083
O, 32.0889, 17.3622, 19.1704
O, 29.119, 9.975, 17.687
O, 31.6498, 9.8341, 18.1751
O, 30.4444, 13.0557, 18.4097
O, 32.7266, 13.4192, 17.2921
O, 18.086, 10.1646, 19.91
O, 5.6953, 15.1553, 19.8039
O, 4.3523, 13.3654, 18.3842
O, 9.2873, 2.1136, 17.787
O, 5.303, 9.3837, 18.1607
O, 7.8605, 9.3732, 18.4454
O, 7.5999, 13.3533, 18.4322
O, 9.7492, 13.5866, 17.1849
O, 12.965, 5.0356, 19.0442
O, 11.4854, 9.5828, 18.3901
O, 6.4543, 11.3584, 19.4702
O, 12.1419, 13.4769, 18.1297
O, 28.2457, 13.93, 19.4037
O, 32.4498, 17.53, 26.8888
O, 31.8544, 5.7414, 30.03
O, 33.4485, 9.633, 28.551
O, 32.405, 11.4049, 30.0255
O, 4.1743, 12.8715, 25.8779
O, 31.9715, 13.935, 30.4776
O, 31.7706, 16.2349, 29.1157
O, 18.9823, 16.8561, 29.1236
O, 17.1742, 17.6174, 27.4719
O, 4.6648, 7.149, 29.9802
O, 6.0576, 2.5079, 19.8591
O, 4.2171, 11.6642, 29.571
O, 5.361, 9.6369, 30.6472
O, 5.5922, 4.7662, 29.2775
O, 9.7787, 4.6684, 30.1354
O, 5.3749, 4.9639, 25.664
O, 9.226, 7.8529, 29.7959
O, 8.2365, 9.8783, 31.0771
O, 8.9199, 17.742, 31.0477
O, 9.6116, 15.8301, 29.4706
O, 11.1611, 4.2303, 27.9236
O, 13.36, 4.4122, 29.3955
O, 12.4635, 7.7783, 29.843
O, 8.6119, 14.7353, 25.0762
O, 13.9355, 9.6019, 31.1315
O, 13.0958, 17.4769, 30.6676
O, 12.0764, 15.0802, 30.4667
O, 10.9943, 11.7957, 27.186
O, 29.7169, 2.4444, 20.1644
O, 13.1288, 7.5612, 18.5519
O, 30.2955, 6.4584, 20.1851
O, 30.1146, 13.2069, 21.0764
O, 13.4264, 9.5249, 20.2761
O, 30.427, 15.3755, 19.6099
O, 3.5173, 2.246, 20.5391
O, 13.4711, 11.3123, 26.4998
O, 3.8819, 5.8727, 27.6865
O, 32.9661, 7.7108, 18.9642
O, 3.0642, 15.3829, 19.3567
O, 4.0073, 13.6035, 21.0206
O, 7.2456, 13.3575, 20.9901
O, 8.3047, 15.5956, 20.1234
O, 9.8896, 15.8263, 22.1544
O, 10.6694, 3.7824, 19.3137
O, 8.6049, 3.5132, 28.1067
O, 6.9079, 5.1682, 23.5122
O, 9.3634, 5.5539, 22.542
O, 11.6876, 11.926, 20.2448
O, 10.6126, 14.1897, 20.2235
O, 31.3472, 15.3681, 24.1579
O, 15.7419, 15.499, 24.3232
O, 32.1569, 6.5734, 22.014
O, 17.2408, 5.318, 19.7436
O, 10.6273, 13.5015, 29.0494
O, 14.4985, 11.2501, 21.9769
O, 32.4322, 13.5632, 25.6569
O, 9.2417, 6.0352, 27.934
O, 8.0257, 17.6533, 22.8756
O, 4.7173, 4.4955, 20.936
O, 3.4142, 6.6958, 25.2362
O, 10.497, 9.8034, 21.2797
O, 11.7145, 15.7088, 28.0002
O, 5.4934, 10.9224, 24.6547
O, 7.9142, 4.022, 25.5955
O, 11.0124, 6.0831, 20.5101
O, 14.6183, 2.337, 20.2454
O, 12.6797, 9.5502, 22.7723
O, 10.7266, 16.6903, 19.8209
O, 10.2309, 12.1225, 22.437
O, 9.0272, 12.0968, 24.7706
O, 4.1053, 17.4475, 25.7112
O, 8.9647, 17.0593, 26.3238
O, 15.5221, 10.1841, 27.7959
O, 9.0389, 11.668, 20.0541
O, 6.656, 15.5249, 22.2527
O, 15.8082, 17.4506, 22.6317
O, 15.0784, 8.692, 22.1382
O, 33.2217, 11.9923, 27.601
O, 22.3467, 17.5579, 26.5644
O, 11.0174, 15.5491, 25.4773
O, 5.3129, 15.5627, 27.01
O, 13.3115, 8.8905, 27.5925
O, 16.4703, 8.0088, 24.2504
O, 17.716, 8.9229, 22.167
O, 14.9537, 18.0304, 25.0001
O, 16.7665, 8.0412, 26.783
O, 32.4911, 8.1228, 26.7131
O, 10.8678, 8.0812, 27.779
O, 28.7922, 9.5319, 20.2876
O, 11.667, 12.1412, 24.6909
O, 20.4877, 15.0416, 30.0068
O, 27.8888, 7.9149, 29.7364
O, 31.3632, 8.1087, 29.1194
O, 17.1345, 11.4702, 22.0663
O, 11.8951, 5.1277, 22.8641
O, 7.4622, 6.596, 25.6088
O, 26.8277, 5.0718, 22.9485
O, 32.7929, 4.0647, 31.7746
O, 16.9788, 8.1404, 31.6695
O, 22.7315, 4.3777, 31.0652
O, 20.2243, 4.3436, 31.7384
O, 22.4074, 7.5407, 31.2547
O, 20.3002, 11.8772, 31.6385
O, 22.3245, 11.7279, 30.0086
O, 22.6613, 15.6592, 31.3747
O, 24.4547, 12.197, 31.5872
O, 28.2039, 4.4235, 31.8805
O, 30.4751, 3.5619, 30.8165
O, 29.969, 7.1389, 31.1598
O, 27.7561, 11.736, 31.4288
O, 30.2479, 12.1275, 31.2735
O, 29.9231, 15.5528, 30.8647
O, 17.1214, 2.2491, 19.4846
O, 13.9741, 9.9003, 17.7355
O, 16.6035, 9.8748, 17.8435
O, 14.9545, 13.2037, 18.4062
O, 17.2066, 13.4742, 17.1537
O, 19.4335, 2.1802, 18.2284
O, 2.7862, 10.2065, 19.9136
O, 21.0699, 14.7662, 19.7049
O, 19.3333, 13.3638, 18.4975
O, 24.2245, 2.8222, 18.9538
O, 22.9557, 13.4614, 18.3009
O, 26.5677, 17.0742, 18.2824
O, 28.3131, 5.1164, 19.1342
O, 26.721, 9.4683, 18.4347
O, 21.7603, 10.9349, 19.2536
O, 13.3255, 14.0954, 20.2894
O, 17.4771, 3.4285, 29.8999
O, 16.6585, 5.7908, 30.4576
O, 18.0082, 9.6285, 28.4378
O, 17.4853, 11.5592, 30.049
O, 19.6038, 13.55, 25.9792
O, 16.7323, 13.9622, 30.6923
O, 16.4574, 16.4155, 29.7709
O, 34.2891, 16.9033, 28.5482
O, 20.056, 7.0101, 30.1336
O, 19.5401, 2.6758, 20.7667
O, 19.9015, 11.4459, 29.048
O, 20.8479, 9.5337, 30.4987
O, 20.8662, 4.6105, 29.2472
O, 25.1709, 4.6778, 30.0206
O, 20.5857, 5.1477, 25.6642
O, 24.6638, 7.7854, 29.8443
O, 23.6631, 9.8123, 31.1018
O, 19.6187, 10.6329, 22.0086
O, 24.3263, 17.7404, 30.8996
O, 24.8399, 15.4795, 29.8917
O, 28.623, 4.699, 29.3908
O, 30.9808, 10.1615, 27.5594
O, 24.1374, 12.8396, 27.076
O, 33.9142, 14.4354, 27.7581
O, 28.2762, 17.6173, 30.4305
O, 26.4909, 11.6976, 27.1145
O, 15.4865, 4.3885, 21.5828
O, 28.5414, 7.5922, 18.5668
O, 14.9133, 6.4746, 20.109
O, 20.6475, 8.3396, 21.2779
O, 28.9704, 11.5825, 26.4728
O, 15.5588, 15.4568, 19.4848
O, 15.7111, 13.3611, 21.01
O, 5.4122, 8.7492, 23.1924
O, 28.2097, 6.4498, 27.5299
O, 23.5257, 15.2529, 20.1391
O, 17.6998, 7.7092, 18.8426
O, 18.6586, 15.6405, 19.8281
O, 19.1861, 13.4345, 21.1283
O, 21.7911, 4.0227, 18.6697
O, 21.9877, 17.3845, 20.1275
O, 26.033, 9.5281, 21.2623
O, 20.8555, 6.3549, 19.4346
O, 22.4752, 12.887, 20.8269
O, 3.4846, 11.4035, 22.2464
O, 24.9362, 14.7503, 22.3336
O, 26.3838, 3.713, 19.9464
O, 23.9984, 3.6521, 27.9241
O, 26.268, 15.6547, 27.6688
O, 25.6514, 7.3656, 22.7639
O, 26.7308, 11.7842, 19.947
O, 25.7801, 14.1477, 19.9709
O, 32.6965, 17.6535, 24.3068
O, 16.6745, 6.5861, 22.0434
O, 30.8935, 4.3218, 21.6041
O, 25.9654, 13.3863, 28.9587
O, 20.2382, 12.989, 23.524
O, 22.0961, 12.8329, 25.4314
O, 29.3525, 10.9845, 22.384
O, 24.6631, 6.1439, 27.8475
O, 21.0794, 16.0135, 24.8937
O, 28.3463, 16.6975, 26.4838
O, 18.457, 6.6247, 25.2955
O, 18.6613, 9.1569, 25.2739
O, 22.0284, 5.6488, 23.4932
O, 24.0347, 16.6054, 23.9299
O, 20.2085, 11.1198, 25.3922
O, 21.215, 17.6225, 30.5147
O, 23.1108, 4.4123, 25.5066
O, 17.0003, 13.863, 25.8774
O, 28.0186, 8.6589, 22.6629
O, 26.2126, 6.148, 20.5536
O, 17.8242, 14.0904, 23.3702
O, 25.6129, 16.7052, 20.6712
O, 25.6177, 11.8254, 22.3897
O, 24.1824, 14.16, 24.7677
O, 24.3881, 11.5888, 24.7592
O, 17.4562, 17.4222, 24.8247
O, 24.9624, 18.0342, 25.8007
O, 22.7212, 6.7413, 21.2015
O, 32.5744, 3.3718, 29.2332
O, 24.2187, 11.0632, 20.224
O, 5.2436, 6.9641, 21.1662
O, 21.7961, 4.2577, 21.3805
O, 30.7789, 17.2802, 22.519
O, 29.3576, 9.6519, 31.1063
O, 30.5314, 8.6349, 22.1453
O, 24.32, 5.0771, 22.1948
O, 7.2752, 5.2718, 20.9632
O, 17.9276, 12.0575, 27.4618
O, 6.4842, 17.7948, 26.9763
O, 13.3117, 3.006, 22.3327
O, 13.5407, 3.761, 26.9166
O, 20.8291, 15.7022, 27.5261
O, 32.5918, 5.2484, 19.7435
O, 28.6333, 9.1015, 27.4758
O, 32.0718, 7.9574, 24.2239
O, 33.1112, 9.0503, 22.1482
O, 15.6029, 12.9375, 23.6736
O, 8.7491, 13.1502, 27.1678
O, 26.5836, 4.3634, 27.7885
O, 33.5811, 4.2777, 25.8568
O, 19.8336, 15.4425, 22.6192
O, 26.2147, 8.234, 27.7599
O, 23.5705, 8.5167, 27.497
O, 30.8806, 12.82, 23.5683
O, 18.0878, 4.2658, 26.1217
O, 16.0005, 8.0481, 29.2576
O, 22.3087, 8.4269, 19.2176
O, 26.118, 2.5752, 23.3108
O, 22.5515, 6.9545, 25.6379
O, 5.0184, 13.1731, 23.4294
O, 18.5284, 14.5189, 28.0885
O, 27.0332, 12.0537, 24.6183
O, 8.2779, 8.4051, 27.3207
O, 6.3925, 9.168, 20.6836
O, 20.9051, 9.1455, 23.7988
O, 5.4033, 17.813, 22.4336
O, 27.9097, 3.4764, 24.8321
O, 31.783, 11.2917, 21.5401
O, 27.7396, 13.997, 26.2553
O, 24.7102, 11.1696, 29.0836
O, 5.6676, 17.74, 30.4195
O, 3.5289, 9.2339, 25.0285
O, 9.0816, 11.445, 29.139
O, 21.0802, 8.9134, 26.4523
O, 4.9639, 15.1969, 29.6752
O, 22.3642, 14.9921, 22.9128
O, 21.6573, 6.8958, 28.1069
O, 33.2548, 13.7648, 23.1391
O, 21.328, 17.5058, 22.6935
O, 29.0123, 11.2317, 29.0594
O, 6.7084, 13.0665, 25.4913
O, 12.7, 13.8276, 26.4461
O, 22.2119, 10.4202, 21.8422
O, 10.9546, 7.5949, 22.6827
O, 6.2918, 16.5927, 24.6314
O, 26.3755, 15.954, 25.022
O, 6.2135, 6.9907, 27.8984
O, 30.2316, 17.6792, 25.0645
O, 29.0742, 3.857, 27.0024
O, 5.9937, 8.7069, 25.8553
O, 28.5343, 3.247, 22.295
O, 7.5355, 7.4717, 22.3612
O, 19.6271, 17.63, 26.3146
O, 12.3518, 3.1906, 24.7277
O, 10.6457, 2.8426, 22.8065
O, 13.3879, 11.1241, 29.0954
O, 19.2226, 6.0037, 27.766
O, 10.3678, 9.9517, 23.8935
O, 12.8236, 6.2775, 27.6668
O, 25.951, 9.711, 23.899
O, 13.312, 16.521, 26.1929
O, 27.4902, 15.1882, 29.979

Results
total energy: -216861.241 eV
total energy less fixed offsets of O -438.35, Si -107.03 eV per atom: -6.911 eV

Forces (eV/angstrom), in the order of the atoms: element, x, y, z
Si, -0.0912, 0.0247, 0.1262
Si, 0.0829, 0.0761, 0.1901
Si, 0.2948, 0.0039, 0.6178
Si, 0.27, -0.1895, 0.6118
Si, -0.0806, -0.1104, 0.6766
Si, -0.2974, -0.0876, 0.6169
Si, -0.1728, 0.2121, 0.7053
Si, -0.314, 0.0551, 0.6259
Si, 0.2969, 0.1408, 0.5681
Si, 0.3536, -0.2174, 0.48
Si, 0.0697, 0.1524, 0.0425
Si, 0.0147, -0.0619, 0.0538
Si, -0.0562, -0.0201, 0.0622
Si, -0.4306, -0.0821, 0.441
Si, -0.1029, -0.0617, 0.051
Si, -0.1093, 0.1094, 0.6077
Si, -0.0783, -0.0687, 0.1363
Si, -0.0281, 0.0014, 0.0044
Si, -0.0112, 0.0249, 0.0019
Si, -0.012, -0.0211, -0.0096
Si, -0.0096, 0.028, -0.0921
Si, -0.0056, 0.0063, 0.0432
Si, 0.2589, -0.1054, 0.5684
Si, 0.1999, 0.2376, 0.6591
Si, -0.2188, -0.1069, 0.6062
Si, -0.0333, 0.0378, 0.0772
Si, 0.0514, -0.0242, -0.0362
Si, 0.0072, 0.0038, 0.0311
Si, 0.0046, -0.0287, 0.0186
Si, 0.1815, -0.0218, 0.5956
Si, 0.0334, 0.0171, 0.0237
Si, -0.0865, -0.0839, 0.0802
Si, 0.042, 0.0007, -0.026
Si, 0.0169, -0.0399, -0.039
Si, 0.0416, 0.0125, -0.0819
Si, 0.0151, -0.0184, -0.0577
Si, -0.0004, -0.0173, -0.0827
Si, -0.0175, 0.0086, -0.1059
Si, -0.0235, -0.0368, -0.0541
Si, 0.0427, -0.0097, 0.0452
Si, -0.0223, -0.024, -0.0813
Si, 0.0156, -0.0055, -0.0998
Si, -0.1514, 0.0494, 0.6002
Si, 0.0212, 0.0307, -0.0539
Si, -0.0141, 0.0194, -0.0715
Si, -0.0225, 0.0064, -0.0799
Si, -0.0109, 0.0014, -0.0334
Si, -0.0278, 0.0252, -0.0793
Si, 0.0129, -0.0277, -0.0259
Si, -0.004, -0.0214, -0.0674
Si, 0.028, 0.0104, -0.0464
Si, 0.0296, 0.0237, -0.0291
Si, 0.0167, 0.0005, 0.0402
Si, 0.0165, 0.0101, 0.0175
Si, -0.042, 0.0174, -0.0066
Si, -0.0017, 0.0129, 0.021
Si, -0.0212, -0.0232, -0.0559
Si, -0.0025, 0.0291, -0.0148
Si, 0.0497, -0.0073, -0.0112
Si, 0.004, -0.0194, -0.0467
Si, -0.004, -0.0008, 0.0335
Si, -0.0188, -0.0042, 0.0266
Si, -0.0081, 0.0265, 0.011
Si, 0.0004, -0.004, 0.039
Si, 0.0037, -0.0058, 0.0749
Si, -0.0165, -0.0282, 0.0199
Si, -0.0154, 0.0103, -0.0223
Si, 0.012, 0.0229, 0.0127
Si, -0.0083, -0.0058, 0.0043
Si, -0.015, -0.0124, -0.013
Si, 0.0309, 0.0117, -0.0222
Si, 0.0167, 0.0032, -0.0094
Si, -0.0182, -0.0163, 0.0381
Si, -0.0089, 0.0137, 0.0023
Si, 0.009, 0.0063, 0.033
Si, 0.0082, -0.0141, 0.0246
Si, 0.0022, 0.0027, -0.0063
Si, 0.0036, 0.0039, -0.0111
Si, 0.0127, -0.0051, -0.0119
Si, -0.021, -0.0127, -0.0159
Si, 0.0067, 0.0073, 0.0167
Si, 0.0392, -0.0082, 0.0254
Si, 0.026, 0.0011, 0.0332
Si, 0.0173, 0.0124, 0.0302
Si, -0.0313, -0.0037, 0.0207
Si, -0.0367, 0.0197, 0.0342
Si, -0.0241, -0.0022, 0.0296
Si, -0.0269, -0.0016, 0.0065
Si, 0.0196, -0.0241, 0.0087
Si, 0.044, 0.0105, 0.0253
Si, 0.0172, 0.0007, 0.0343
Si, 0.0367, -0.0039, 0.0101
Si, -0.0233, 0.0125, 0.0227
Si, -0.0183, -0.0022, 0.026
Si, -0.0352, -0.0143, 0.0233
Si, -0.0447, 0.002, 0.0291
Si, 0.0232, -0.003, -0.0096
Si, 0.0049, 0.0071, -0.0198
Si, -0.0195, -0.0006, -0.0013
Si, -0.0017, 0.0016, -0.003
Si, -0.0169, 0.0002, -0.0384
Si, -0.0151, 0.0121, -0.0125
Si, 0.0077, 0.0035, -0.0185
Si, 0.0056, -0.009, -0.0219
Si, -0.0119, 0.0111, -0.0184
Si, -0.0048, -0.0027, -0.0239
Si, 0.0024, -0.0204, -0.0184
Si, -0.0107, -0.0084, -0.0212
Si, 0.0096, 0.0058, -0.0156
Si, 0.0055, -0.0139, -0.0209
Si, -0.0067, 0.009, -0.0306
Si, -0.0153, -0.0132, -0.03
Si, -0.0139, -0.0262, 0.0651
Si, -0.0134, 0.0318, 0.0097
Si, -0.0248, -0.0055, -0.0127
Si, -0.0172, -0.0286, -0.0266
Si, 0.0016, 0.0024, -0.0019
Si, 0.0273, -0.006, 0.0267
Si, -0.0014, -0.0087, 0.0049
Si, -0.0032, -0.0045, 0.0337
Si, 0.0052, -0.0041, 0.0449
Si, 0.0097, -0.0245, 0.0209
Si, 0.0034, 0.007, 0.0034
Si, 0.0196, 0.0263, -0.0131
Si, -0.0346, -0.025, 0.0099
Si, 0.0203, 0.037, 0.0283
Si, 0.0031, 0.0363, -0.0082
Si, 0.0061, -0.0079, 0.0189
Si, -0.0117, 0.0366, -0.0005
Si, -0.0144, -0.0079, 0.0191
Si, -0.0103, 0.0131, -0.0039
Si, -0.0267, 0.0111, -0.0415
Si, 0.012, -0.0371, -0.001
Si, -0.0067, 0.0134, -0.0283
Si, -0.0321, 0.025, -0.0409
Si, 0.0171, -0.0058, -0.0267
Si, 0.0096, -0.0176, -0.0234
Si, -0.0433, -0.0117, -0.0085
Si, 0.0144, -0.0244, -0.0534
Si, -0.0125, 0.0117, -0.0369
Si, -0.0043, -0.0693, -0.0564
Si, 0.0132, 0.0061, 0.0012
Si, -0.0427, -0.0139, -0.0706
Si, -0.0053, -0.0264, -0.0453
Si, 0.0639, -0.0009, 0.0398
Si, -0.0166, -0.0406, 0.0071
Si, 0.0752, -0.0534, -0.017
Si, -0.0047, -0.0076, 0.0017
Si, -0.0307, -0.0202, 0.0207
Si, 0.0155, -0.0587, -0.0012
Si, 0.4036, 0.0218, -0.4646
Si, 0.0003, 0.0381, 0.0178
Si, 0.0025, -0.0497, 0.0455
Si, 0.0064, -0.0218, 0.0427
Si, 0.0271, 0.0635, 0.0295
Si, 0.0266, 0.0124, 0.0423
Si, -0.0118, -0.0389, 0.0387
Si, 0.0257, 0.0192, 0.0601
Si, -0.2214, -0.0127, -0.5367
Si, 0.0269, -0.017, 0.049
Si, -0.0688, 0.0529, -0.0084
Si, -0.0149, 0.0467, 0.0457
Si, 0.0879, -0.1949, -0.7521
Si, -0.3465, 0.2363, -0.6466
Si, -0.0202, 0.0352, -0.0319
Si, -0.0184, 0.0145, 0.0067
Si, -0.0266, 0.0196, 0.0405
Si, 0.2928, 0.0681, -0.675
Si, -0.4974, -0.0979, -0.283
Si, -0.0232, 0.0482, 0.0047
Si, 0.2175, 0.0456, -0.5857
Si, -0.3808, 0.0145, -0.7668
Si, 0.4319, -0.0835, -0.5344
Si, -0.0136, -0.0289, -0.0401
Si, 0.0486, 0.0307, 0.0742
Si, 0.0332, 0.1004, -0.0457
Si, 0.1108, -0.0611, -0.091
Si, 0.3355, -0.1769, -0.4956
Si, -0.0111, -0.1378, -0.1508
Si, -0.3198, 0.0087, -0.6539
Si, 0.4136, 0.2737, -0.547
Si, 0.0965, -0.1947, -0.6421
Si, -0.452, 0.0656, -0.2184
Si, 0.0369, 0.1041, -0.0732
Si, 0.0289, 0.21, -0.4195
Si, 0.0006, -0.0222, 0.0114
Si, 0.0216, -0.0195, -0.0008
Si, 0.0563, 0.0638, -0.0336
Si, 0.0485, -0.0205, 0.0262
Si, -0.2609, 0.3862, -0.539
Si, -0.0414, 0.0565, -0.0281
Si, 0.2509, 0.0249, -0.7454
Si, -0.036, -0.0223, -0.0434
Si, -0.118, 0.0864, 0.0731
Si, 0.0905, -0.0256, -0.0808
Si, 0.0401, -0.0206, -0.0055
Si, 0.0447, 0.0536, -0.0164
Si, -0.0095, -0.0617, -0.2048
Si, -0.0741, -0.0294, 0.023
Si, 0.169, -0.0704, -0.1316
Si, 0.0747, 0.0518, -0.6467
Si, 0.0537, -0.1855, -0.0251
Si, -0.0543, 0.0172, 0.0805
Si, -0.0453, 0.0695, 0.0401
Si, 0.0242, -0.0855, -0.1996
Si, -0.0761, 0.0309, 0.0081
Si, -0.0245, 0.0118, -0.0745
Si, 0.2036, -0.0041, -0.004
Si, 0.0108, -0.0043, -0.0023
Si, -0.0034, 0.0901, 0.137
Si, -0.0543, -0.0005, 0.041
Si, -0.0748, -0.0291, -0.0531
Si, 0.0693, 0.0055, -0.063
Si, -0.0116, -0.052, -0.0383
Si, -0.0595, -0.1286, 0.0567
Si, -0.0438, -0.005, -0.0325
Si, -0.0479, -0.0183, 0.056
Si, -0.0127, 0.0375, 0.0651
Si, 0.0657, 0.1273, -0.0504
Si, 0.0497, -0.0159, -0.0145
Si, 0.0187, -0.213, 0.6423
Si, 0.0623, -0.0332, -0.0891
Si, -0.0083, 0.0921, -0.0488
Si, -0.1676, -0.0415, 0.0034
Si, 0.151, -0.0324, -0.0179
Si, -0.0292, -0.0782, -0.0274
Si, 0.0212, 0.3469, -0.4992
Si, 0.1484, -0.0137, 0.0408
Si, -0.0596, -0.0215, 0.1449
Si, -0.0988, 0.068, -0.0736
Si, -0.1328, -0.0474, -0.1268
Si, 0.0198, -0.0697, 0.1301
Si, 0.2355, 0.0487, 0.1676
Si, -0.0314, -0.0279, 0.1229
Si, -0.0229, -0.017, 0.0774
Si, 0.0053, 0.0803, 0.0775
Si, -0.0398, 0.0203, -0.0389
Si, 0.0067, 0.0788, 0.0781
Si, 0.0549, 0.032, 0.076
Si, -0.1371, 0.0147, 0.0425
Si, 0.1594, 0.0035, 0.6585
Si, 0.0309, 0.0312, 0.1678
Si, 0.2036, -0.0661, 0.6821
Si, -0.0241, -0.0267, 0.0266
Si, -0.1981, -0.0275, 0.668
Si, -0.2996, -0.0134, 0.6111
Si, -0.0257, -0.0515, 0.221
Si, -0.301, 0.0851, 0.5564
Si, 0.2752, 0.1497, 0.616
Si, 0.3117, -0.2366, 0.4615
Si, 0.1103, 0.1229, 0.1072
Si, 0.2733, -0.1674, 0.6881
Si, -0.0844, -0.0552, 0.0491
Si, -0.4576, -0.0883, 0.432
Si, -0.1161, -0.0696, -0.0026
Si, -0.1797, 0.0894, 0.6848
Si, -0.051, -0.0586, 0.1307
Si, -0.0091, -0.0255, 0.0256
Si, -0.2302, 0.0298, 0.6724
Si, -0.0466, -0.0177, 0.0362
Si, -0.0102, 0.0208, -0.0153
Si, 0.004, -0.0089, 0.0424
Si, 0.2372, -0.0809, 0.5481
Si, 0.0103, 0.0377, 0.0123
Si, -0.2897, -0.1396, 0.6019
Si, -0.0075, 0.0342, 0.0572
Si, 0.0185, -0.0393, -0.0761
Si, -0.0124, 0.0305, -0.0019
Si, 0.0594, 0.0962, 0.7408
Si, 0.1825, 0.0888, 0.6361
Si, 0.0333, 0.0222, 0.0523
Si, 0.0919, -0.0396, -0.0148
Si, 0.0453, 0.0114, -0.052
Si, 0.0106, -0.0104, -0.086
Si, 0.0214, -0.0014, -0.0863
Si, 0.0274, 0.0109, -0.1071
Si, -0.0184, -0.0176, -0.0559
Si, -0.0231, -0.011, -0.0747
Si, -0.0278, -0.0444, -0.0479
Si, 0.0706, -0.0008, 0.031
Si, -0.0377, -0.0053, -0.071
Si, 0.0095, -0.0047, -0.0864
Si, -0.1161, 0.0568, 0.5988
Si, 0.0129, 0.0298, -0.0681
Si, -0.0232, 0.0138, -0.0824
Si, -0.0331, -0.0012, -0.0893
Si, -0.0021, 0.0327, -0.0679
Si, -0.0336, 0.0368, -0.0699
Si, -0.0029, -0.0229, -0.0333
Si, -0.0129, 0.0039, -0.0278
Si, -0.0041, -0.0503, -0.0539
Si, -0.0263, 0.0319, -0.0421
Si, -0.0011, -0.001, 0.0406
Si, 0.0085, 0.0101, 0.0321
Si, -0.0224, 0.014, 0.0366
Si, -0.0149, -0.0065, 0.0507
Si, -0.0187, -0.0228, -0.0422
Si, 0.0059, 0.0265, -0.0168
Si, 0.0184, -0.0289, -0.0312
Si, -0.0098, 0.005, -0.0665
Si, -0.0004, 0.0057, 0.0366
Si, 0.0054, 0.0046, 0.0399
Si, -0.0011, 0.0226, 0.0293
Si, -0.0183, -0.0119, 0.0329
Si, -0.0026, 0.0114, 0.0279
Si, -0.0038, -0.0068, 0.0248
Si, 0.0005, -0.0067, 0.0195
Si, 0.0235, -0.001, -0.0003
Si, 0.0046, 0.0081, 0.0045
Si, -0.0137, -0.0052, -0.0184
Si, 0.0008, 0.0039, -0.0056
Si, -0.0016, -0.0032, -0.0233
Si, -0.0028, 0.0018, 0.0447
Si, -0.0169, 0.0187, 0.0042
Si, 0.0022, -0.0079, 0.0351
Si, -0.0012, -0.0059, -0.0005
Si, 0.0138, -0.0004, -0.0033
Si, 0.0002, -0.0077, -0.014
Si, -0.0022, -0.0086, -0.0304
Si, 0.0043, 0.0005, -0.0114
Si, 0.0177, 0.0043, 0.0207
Si, 0.0375, -0.0067, 0.0209
Si, 0.0182, -0.0021, 0.022
Si, 0.0277, 0.0017, 0.024
Si, -0.0255, -0.012, 0.0176
Si, -0.0338, 0.0127, 0.028
Si, -0.0219, -0.0005, 0.0285
Si, -0.0406, 0.0058, 0.0242
Si, 0.0098, -0.0187, 0.0207
Si, 0.0463, 0.0198, 0.026
Si, 0.025, 0.0002, 0.0306
Si, 0.0339, -0.0049, 0.0237
Si, -0.0059, 0.0027, 0.0096
Si, -0.02, -0.0073, 0.0231
Si, -0.0417, -0.008, 0.0255
Si, -0.0299, 0.0056, 0.0283
Si, 0.0307, 0.0059, -0.0335
Si, 0.0073, -0.011, -0.0194
Si, -0.0057, -0.0102, -0.0175
Si, 0.0181, 0.0101, -0.008
Si, -0.0078, 0.0015, -0.0068
Si, -0.0073, -0.0053, -0.0141
Si, 0.0028, 0.0066, -0.0138
Si, -0.0101, 0.0093, -0.0334
Si, -0.009, 0.0048, -0.0224
Si, -0.0049, 0.0046, -0.0243
Si, -0.0138, -0.0195, -0.0198
Si, 0.0128, -0.0006, -0.0293
Si, 0.021, 0.0068, -0.0149
Si, 0.01, 0.0017, -0.0104
Si, 0.0123, 0.0225, -0.0164
Si, -0.0182, 0.0012, -0.0303
Si, -0.035, -0.0165, 0.0753
Si, 0.0064, 0.0468, 0.0143
Si, -0.0083, -0.0069, -0.0078
Si, 0.0017, -0.0352, 0.001
Si, 0.0188, -0.0005, -0.0002
Si, 0.0181, 0.0083, 0.0425
Si, 0.0033, 0.004, 0.0033
Si, 0.0032, -0.0138, 0.0411
Si, 0.0085, -0.0013, 0.0286
Si, 0.0014, 0.0155, -0.021
Si, -0.0001, 0.0124, 0.0202
Si, -0.0159, -0.0221, -0.0085
Si, -0.0365, -0.0153, -0.0156
Si, -0.0171, 0.0076, 0.0338
Si, -0.0058, 0.014, -0.003
Si, 0.0138, 0.005, 0.0231
Si, -0.0195, -0.0134, -0.0166
Si, -0.0091, 0.0086, -0.0045
Si, 0.0033, 0.0063, -0.0177
Si, -0.0161, 0.0286, -0.0435
Si, -0.0183, 0.0007, 0.0183
Si, -0.0335, 0.0084, -0.033
Si, -0.0113, -0.0048, -0.0235
Si, 0.0315, 0.0232, -0.0133
Si, 0.0203, 0.0539, 0.0321
Si, 0.0216, -0.0035, 0.0131
Si, 0.0206, -0.0506, -0.0482
Si, -0.0207, 0.0268, -0.0476
Si, 0.021, -0.0232, -0.0002
Si, 0.0122, 0.0077, 0.0471
Si, -0.0366, 0.0075, -0.0596
Si, 0.0024, -0.0204, -0.0417
Si, 0.0709, -0.0327, 0.0449
Si, 0.0251, -0.0173, 0.0239
Si, 0.0758, -0.0486, 0.0096
Si, 0.018, 0.0188, 0.0191
Si, -0.0197, -0.0624, 0.0128
Si, 0.1962, -0.1068, -0.6079
Si, 0.5725, -0.0851, -0.3566
Si, -0.0285, -0.0077, 0.0097
Si, 0.0176, 0.0243, 0.0265
Si, 0.0222, 0.0265, 0.0255
Si, -0.0011, 0.0106, -0.0093
Si, -0.0007, 0.038, 0.0401
Si, 0.0073, -0.07, -0.0065
Si, 0.0197, 0.0415, 0.0431
Si, -0.1869, 0.0597, -0.5616
Si, 0.0609, -0.0406, 0.1019
Si, -0.0842, 0.0202, 0.0119
Si, -0.0068, 0.0413, 0.0571
Si, -0.0414, -0.209, -0.7261
Si, -0.3762, 0.1828, -0.6303
Si, 0.0236, -0.0573, 0.0157
Si, -0.0143, 0.0204, -0.0142
Si, -0.0228, 0.0266, 0.0106
Si, 0.443, 0.0441, -0.7211
Si, 0.0069, -0.0436, -0.0454
Si, -0.0068, -0.0117, -0.0668
Si, 0.0938, -0.047, 0.0488
Si, 0.3471, -0.0276, -0.5541
Si, 0.0749, -0.0162, -0.1982
Si, -0.0342, -0.0299, -0.0115
Si, 0.0339, -0.0174, 0.0898
Si, -0.0737, -0.1915, -0.7302
Si, -0.1162, 0.0064, -0.1917
Si, 0.3509, -0.1511, -0.4731
Si, -0.1564, 0.0117, -0.7421
Si, -0.1244, 0.1013, -0.5902
Si, 0.0856, 0.0849, -0.0306
Si, 0.075, -0.2391, -0.6911
Si, 0.035, 0.0319, 0.0444
Si, -0.0387, -0.0087, -0.1649
Si, -0.178, -0.3492, -0.5549
Si, 0.1722, 0.3212, -0.6302
Si, 0.049, -0.0805, -0.0798
Si, 0.11, -0.2229, -0.2057
Si, 0.353, 0.0721, -0.4925
Si, -0.3408, 0.2391, -0.6413
Si, -0.032, 0.099, 0.0313
Si, -0.0499, 0.0654, 0.0171
Si, -0.046, -0.0438, 0.0121
Si, -0.017, 0.053, 0.0926
Si, 0.0242, -0.0033, 0.0541
Si, -0.0973, -0.033, -0.0516
Si, 0.0869, -0.0874, -0.0287
Si, 0.0099, -0.0615, -0.2384
Si, -0.0126, -0.0323, 0.0094
Si, -0.0972, 0.0156, -0.1488
Si, -0.0838, 0.0029, -0.022
Si, 0.1153, -0.214, -0.0798
Si, -0.1178, -0.0086, 0.0598
Si, -0.029, 0.0047, 0.0524
Si, -0.0759, -0.0634, -0.2286
Si, 0.0017, 0.0783, 0.0213
Si, 0.0152, 0.0688, -0.0636
Si, 0.056, -0.1122, 0.032
Si, 0.0373, 0.0072, -0.0455
Si, 0.3477, 0.2782, 0.6394
Si, 0.0527, 0.0729, -0.0341
Si, 0.0033, 0.0434, -0.0696
Si, -0.0113, -0.0473, 0.0137
Si, -0.0219, 0.0279, -0.0654
Si, 0.0174, -0.0249, 0.0553
Si, -0.0475, 0.023, -0.0426
Si, 0.0557, -0.0379, 0.0165
Si, -0.0113, 0.0595, 0.1246
Si, -0.0031, 0.0473, 0.0643
Si, 0.0742, 0.0229, 0.1
Si, 0.0648, 0.1073, 0.0735
Si, -0.088, 0.1248, -0.0116
Si, 0.0136, 0.1101, -0.0022
Si, -0.0394, -0.0249, 0.0058
Si, -0.0601, -0.0759, -0.0642
Si, 0.073, -0.0844, 0.0552
Si, -0.1358, -0.0641, -0.0293
Si, 0.1192, -0.0097, 0.1234
Si, -0.0388, -0.0663, 0.137
Si, -0.0796, 0.0318, -0.0468
Si, -0.0411, 0.0749, -0.033
Si, 0.0719, -0.0638, 0.1052
Si, 0.0473, 0.0116, 0.1352
Si, -0.1211, 0.03, 0.0783
Si, -0.0021, 0.0016, 0.0635
Si, 0.0335, 0.1926, 0.1054
Si, -0.0499, 0.0283, 0.0556
Si, -0.0158, 0.0114, 0.1208
Si, -0.0151, 0.0163, 0.0939
Si, -0.0548, 0.0447, -0.0322
Si, -0.0072, -0.004, -0.0089
Si, -0.0061, -0.0042, -0.0092
Si, -0.0173, 0.0009, -0.0124
Si, -0.0145, 0.0035, -0.0093
Si, 0.0063, 0.0068, -0.0121
Si, 0.0045, 0.0042, -0.0083
Si, 0.0102, -0.013, -0.0115
Si, 0.011, 0.0025, -0.0105
Si, -0.0186, -0.0022, -0.0028
Si, -0.0174, 0.0022, -0.0131
Si, 0.007, 0.0085, -0.009
Si, -0.0098, -0.0041, -0.0091
Si, 0.0075, -0.0065, -0.0098
Si, 0.0162, 0.0041, -0.005
Si, 0.0175, -0.005, -0.0045
Si, 0.0079, 0.0036, -0.011
Si, -0.0113, -0.0029, -0.0075
Si, -0.0112, -0.0021, -0.0106
Si, -0.0106, 0.0023, -0.0082
Si, -0.0157, -0.0002, -0.0101
Si, 0.0126, -0.0001, -0.0066
Si, 0.0069, 0.0032, -0.0053
Si, 0.0043, -0.0115, -0.0082
Si, 0.0044, 0.0035, -0.007
Si, -0.0168, 0.0009, -0.0045
Si, -0.009, -0.0021, -0.01
Si, -0.0053, -0.0039, -0.009
Si, -0.0153, 0.0069, -0.007
Si, 0.0096, -0.005, -0.0129
Si, 0.0198, 0.0112, -0.009
Si, 0.0234, -0.0037, -0.0105
Si, 0.0163, -0.0015, -0.0146
Si, -0.0029, 0.0008, 0.0152
Si, -0.0001, 0.0144, 0.018
Si, 0.0101, 0.0011, 0.0265
Si, 0.0015, -0.0072, 0.0241
Si, -0.0003, 0.0003, 0.0054
Si, -0.0057, -0.0029, -0.0001
Si, -0.0058, 0.0093, -0.0053
Si, -0.0015, -0.0005, 0.0019
Si, 0.0012, -0.0066, 0.0206
Si, 0.0069, 0.0068, 0.0235
Si, -0.0052, -0.0071, 0.0245
Si, 0.0006, -0.0035, 0.016
Si, 0.0024, 0.0039, 0.0018
Si, -0.0003, 0.0013, 0.0065
Si, -0.0064, -0.0004, 0.0041
Si, 0.0012, -0.0107, 0.0035
Si, 0.0001, -0.0017, 0.0208
Si, 0.0006, 0.0022, 0.0161
Si, 0.0045, 0.0051, 0.0188
Si, 0.0016, -0.0036, 0.0224
Si, -0.0005, 0.0015, 0.0043
Si, -0.0019, -0.0041, 0.003
Si, -0.0019, 0.0092, -0.0001
Si, 0.0036, -0.0053, 0.0029
Si, -0.005, -0.0149, 0.0166
Si, -0.0034, 0.0063, 0.0124
Si, -0.0053, 0.0053, 0.0224
Si, -0.0041, -0.0026, 0.0211
Si, 0.0071, 0.0038, 0.0028
Si, 0.0005, -0.0002, 0.0066
Si, 0.0014, 0.0021, 0.0087
Si, -0.0017, -0.009, 0.005
Si, 0.0055, 0.0012, -0.02
Si, -0.0098, 0.0031, -0.0107
Si, -0.0003, 0.0005, -0.0087
Si, -0.0092, -0.0064, -0.016
Si, -0.0027, -0.0029, -0.0149
Si, 0.0074, 0.0055, -0.0183
Si, 0.0062, -0.0043, -0.0128
Si, -0.0009, -0.0023, -0.0159
Si, -0.0027, 0.002, -0.0105
Si, 0.0066, 0.0031, -0.0025
Si, 0.0037, -0.0009, -0.0031
Si, -0.0053, -0.005, -0.0076
Si, -0.0036, 0.001, -0.0207
Si, 0.0094, 0.0014, -0.014
Si, -0.0007, -0.0042, -0.0151
Si, -0.0037, 0.0007, -0.0204
Si, 0.0058, -0.003, -0.016
Si, -0.0043, 0.0001, -0.0117
Si, -0.0062, 0.0018, -0.0068
Si, -0.0109, -0.0032, -0.012
Si, 0.0035, -0.0035, -0.0151
Si, 0.001, 0.0058, -0.0192
Si, -0.0051, -0.0015, -0.0151
Si, -0.0008, 0.0012, -0.0152
Si, 0.0032, 0.0018, -0.0133
Si, 0.0132, 0.0043, -0.0068
Si, 0.0056, 0.0037, -0.0018
Si, 0.0015, -0.0039, -0.0046
Si, -0.0047, 0.0017, -0.0219
Si, 0.0003, 0.0038, -0.0161
Si, 0.0005, -0.0016, -0.0185
Si, -0.006, 0.0001, -0.0219
Si, 0.0125, -0.0018, 0.0121
Si, 0.0203, 0.0007, 0.0171
Si, 0.0122, 0.0005, 0.0169
Si, 0.0079, 0.0003, 0.0154
Si, -0.021, 0.0052, 0.0173
Si, -0.0182, 0.002, 0.0125
Si, -0.0111, -0.0012, 0.0126
Si, -0.0142, 0.0004, 0.0143
Si, 0.0065, 0.0005, 0.0142
Si, 0.009, 0.0001, 0.0109
Si, 0.0016, 0.0001, 0.0129
Si, 0.003, 0.0007, 0.0182
Si, 0.0021, 0.002, 0.0158
Si, -0.0051, -0.0036, 0.0157
Si, -0.0043, -0.0019, 0.0158
Si, -0.0058, -0.0011, 0.0138
Si, 0.0116, -0.0041, 0.0118
Si, 0.0083, 0.0017, 0.018
Si, 0.0077, 0.0036, 0.0161
Si, 0.0131, -0.0035, 0.0127
Si, -0.0162, 0.0048, 0.0181
Si, -0.014, 0.0023, 0.0133
Si, -0.0069, -0.0019, 0.013
Si, -0.0103, -0.0043, 0.0122
Si, 0.0025, -0.0018, 0.0152
Si, 0.0058, -0.0016, 0.0113
Si, 0.0003, 0.0024, 0.0129
Si, 0.0016, -0.0017, 0.0162
Si, 0.0008, 0.0015, 0.0171
Si, -0.0044, -0.002, 0.021
Si, -0.0026, -0.0012, 0.0203
Si, -0.0015, -0.0023, 0.0145
Si, -0.0137, -0.0003, -0.0223
Si, -0.0238, 0.0043, -0.0242
Si, -0.0157, 0.0005, -0.0133
Si, -0.0144, 0.0003, -0.0128
Si, 0.0174, -0.0027, -0.0165
Si, 0.0221, 0.0005, -0.0149
Si, 0.021, 0.0006, -0.0126
Si, 0.007, -0.0053, -0.0127
Si, -0.0119, -0.0001, -0.0125
Si, -0.0113, 0.0072, -0.0123
Si, -0.0099, -0.0005, -0.0113
Si, -0.0042, -0.0058, -0.0087
Si, 0.0064, -0.0042, -0.0147
Si, 0.0117, 0, -0.0101
Si, 0.0091, -0.0007, -0.0085
Si, 0.0113, -0.0017, -0.0091
Si, -0.0186, -0.0033, -0.0224
Si, -0.0134, -0.001, -0.0194
Si, -0.0113, -0.0037, -0.0111
Si, -0.0125, 0.0038, -0.0153
Si, 0.0145, -0.0028, -0.0145
Si, 0.0221, 0.0001, -0.0179
Si, 0.0078, 0.0006, -0.0159
Si, 0.0047, -0.0018, -0.0137
Si, -0.0069, 0.0009, -0.0105
Si, -0.0112, 0.0064, -0.0129
Si, -0.0096, 0.0017, -0.0087
Si, -0.0045, -0.0036, -0.0083
Si, 0.007, -0.0039, -0.016
Si, 0.0092, 0.0017, -0.0127
Si, 0.014, 0.0046, -0.0078
Si, 0.0049, 0.0045, -0.0113
Si, -0.0267, -0.0037, 0.0135
Si, -0.0052, 0.0006, 0.0144
Si, -0.0064, 0.0047, 0.0164
Si, 0.001, 0.0015, 0.0091
Si, -0.0067, 0.0045, 0.0161
Si, -0.0054, 0.0042, 0.0144
Si, 0, -0.0053, 0.0137
Si, -0.0036, -0.0014, 0.0214
Si, 0.0068, -0.0023, 0.0145
Si, 0.0023, 0.0005, 0.0117
Si, 0.0011, 0.0006, 0.0128
Si, -0.0077, 0.0001, 0.0129
Si, 0.0176, 0.0038, 0.0121
Si, 0.0141, 0.0021, 0.0234
Si, 0.0039, 0.0007, 0.018
Si, 0.0064, -0.004, 0.0162
Si, -0.0158, -0.0065, 0.0158
Si, -0.0035, 0.001, 0.0167
Si, 0.0116, 0.0077, 0.0158
Si, -0.0052, -0.0051, 0.0044
Si, -0.004, 0.0062, 0.0161
Si, -0.0061, 0.0016, 0.0179
Si, -0.0081, -0.0039, 0.014
Si, -0.0087, -0.0007, 0.0229
Si, 0.0047, -0.0052, 0.0162
Si, 0.0031, -0.0013, 0.0174
Si, 0.0009, 0.0032, 0.0212
Si, -0.0014, 0.0004, 0.0101
Si, 0.0082, 0.0049, 0.0121
Si, 0.0259, -0.0023, 0.0183
Si, 0.0062, -0.0028, 0.0167
Si, 0.0026, -0.0049, 0.0213
Si, 0.0099, -0.0016, -0.0125
Si, 0.0064, 0.0022, -0.0136
Si, 0.0026, 0.0029, -0.0219
Si, 0.0077, -0.0123, -0.0188
Si, -0.0017, 0.0067, -0.0183
Si, 0.0025, 0.005, -0.0204
Si, -0.0018, -0.0216, -0.0136
Si, -0.0011, 0.0066, -0.0093
Si, -0.0033, 0.0072, -0.0184
Si, -0.0041, 0.0045, -0.0236
Si, 0.0026, -0.0063, -0.0124
Si, -0.0003, -0.0064, -0.0093
Si, -0.004, -0.0115, -0.0152
Si, 0.0002, -0.0093, -0.0162
Si, -0.0003, -0.0016, -0.0153
Si, -0.0053, 0.0008, -0.0139
Si, 0.0053, 0.0051, -0.011
Si, -0.0106, 0.0069, -0.0166
Si, -0.0048, 0.0129, -0.0229
Si, 0.0045, -0.0179, -0.017
Si, -0.0019, 0.012, -0.0194
Si, 0.0022, -0.0008, -0.0215
Si, -0.003, -0.0137, -0.0131
Si, -0.0025, -0.0026, -0.0088
Si, 0.0001, 0.004, -0.0129
Si, -0.0037, 0.002, -0.0135
Si, -0.0016, 0.018, -0.0169
Si, 0.0039, -0.0136, -0.0182
Si, -0.0105, 0.0075, -0.0167
Si, -0.0044, 0.0012, -0.022
Si, 0.0047, -0.0019, -0.0146
Si, -0.0087, 0.0088, -0.0085
Si, -0.0272, -0.0015, 0.0216
Si, -0.0164, 0.0028, 0.0235
Si, -0.0105, -0.0009, 0.0169
Si, -0.0107, 0.0029, 0.0181
Si, 0.0043, -0.005, 0.0194
Si, 0.0133, -0.011, 0.0188
Si, -0.0019, 0.0157, 0.0152
Si, -0.0058, 0.0041, 0.0149
Si, 0.0053, -0.0049, 0.0075
Si, 0.0074, -0.0063, 0.0056
Si, 0.0061, 0.0124, 0.01
Si, 0.0118, 0.0093, 0.0087
Si, 0.0018, -0.0115, 0.0105
Si, -0.0144, 0.0016, 0.0099
Si, -0.0029, 0.0088, 0.0046
Si, 0.0017, 0.0054, 0.0068
Si, -0.0215, 0, 0.0279
Si, 0.0022, -0.0013, 0.0199
Si, 0.0121, 0.0098, 0.017
Si, -0.0111, -0.0085, 0.0189
Si, 0.0135, -0.0144, 0.0181
Si, 0.018, 0.003, 0.0206
Si, -0.0057, -0.0009, 0.0143
Si, -0.0028, 0.007, 0.0172
Si, 0.0021, -0.0134, 0.0033
Si, 0.0045, 0.0012, 0.0038
Si, -0.0013, -0.0064, 0.0015
Si, 0.0053, 0.0112, 0.0071
Si, 0.0151, -0.0112, 0.0068
Si, 0.0015, -0.0046, 0.0074
Si, -0.0239, 0.011, 0.0069
Si, -0.0173, 0.0079, 0.0013
O, 0.0972, 0.0735, -0.2686
O, -0.0449, 0.1338, -0.2369
O, -0.1404, 0.2893, -0.0008
O, -0.3036, 0.4004, -0.4205
O, -0.0066, -0.6275, -0.0075
O, -0.0209, 0.4286, -0.2814
O, 0.0221, -0.3646, -0.1436
O, -0.1801, 0.4855, -0.2343
O, 0.0118, -0.5901, -0.134
O, -0.1722, 0.5012, -0.1813
O, 0.2389, -0.366, 0.4439
O, -0.0014, -0.5457, 0.2873
O, -0.3599, 0.0475, -0.2446
O, 0.035, 0.3531, 0.0011
O, -0.0262, -0.5277, 0.2565
O, -0.0799, 0.5192, 0.1464
O, -0.2379, 0.1967, 0.1215
O, -0.0068, 0.2707, 0.0706
O, -0.1963, -0.6637, 0.0831
O, 0.1664, -0.0072, -0.0847
O, 0.0165, 0.4764, -0.0833
O, 0.2695, 0.1844, -0.2983
O, 0.2189, -0.3679, 0.3305
O, 0.2107, -0.1985, 0.1159
O, 0.2103, -0.0462, -0.1404
O, 0.2531, -0.4083, 0.4692
O, -0.4061, 0.451, 0.0578
O, -0.2028, -0.0886, 0.2166
O, 0.2459, -0.3746, -0.27
O, -0.2103, 0.2924, 0.5698
O, -0.6167, 0.1206, -0.2402
O, 0.5584, 0.1143, 0.0656
O, -0.1405, 0.1652, -0.0952
O, -0.392, -0.064, -0.2819
O, 0.4371, -0.0263, -0.6782
O, 0.5656, -0.4027, -0.1263
O, -0.3492, -0.6179, -0.2116
O, 0.0436, 0.1159, 0.2061
O, 0.1423, -0.0456, -0.3224
O, -0.4515, -0.0331, -0.1628
O, 0.3995, 0.1767, 0.2976
O, -0.3849, -0.3443, -0.0914
O, -0.3834, -0.0511, -0.0147
O, 0.5323, -0.3623, 0.3648
O, -0.0896, 0.5911, -0.3102
O, 0.1095, 0.0522, -0.4761
O, 0.1909, -0.2803, -0.372
O, 0.297, 0.2457, 0.2012
O, 0.0488, -0.3401, -0.1191
O, 0.1871, -0.1195, 0.1354
O, 0.1137, 0.071, -0.0347
O, 0.3548, -0.1579, 0.1444
O, -0.3695, 0.3431, -0.429
O, 0.0177, -0.3718, -0.4568
O, 0.0077, 0.0732, -0.0089
O, -0.637, -0.2551, -0.0253
O, -0.2607, 0.0507, -0.3516
O, 0.1644, 0.207, 0.302
O, -0.3102, -0.0317, -0.2367
O, 0.0524, -0.3202, -0.0763
O, -0.0421, -0.5772, 0.205
O, -0.6599, 0.253, -0.2713
O, -0.3123, 0.0006, -0.088
O, 0.0202, 0.4877, 0.1117
O, -0.1986, 0.3081, 0.2879
O, -0.0778, 0.2168, 0.0048
O, -0.0384, -0.0008, 0.4729
O, -0.3944, -0.1322, 0.3891
O, 0.2402, 0.1076, -0.2322
O, -0.5739, 0.0426, 0.1594
O, 0.0048, -0.0557, 0.1476
O, -0.33, -0.45, 0.0164
O, -0.0512, -0.2527, 0.0643
O, -0.0001, -0.1719, 0.6874
O, -0.0097, 0.3658, -0.2958
O, 0.0834, -0.3965, 0.3179
O, -0.132, 0.0052, 0.2288
O, -0.0424, -0.3344, 0.2522
O, -0.3601, -0.2591, -0.1349
O, -0.0873, -0.5001, 0.2682
O, 0.2268, -0.1722, -0.1481
O, -0.2961, -0.3457, 0.2184
O, -0.1213, -0.1431, 0.1948
O, -0.5274, -0.2608, 0.1966
O, 0.5798, -0.1644, 0.0402
O, 0.4052, -0.6153, 0.0486
O, 0.3844, -0.2877, 0.3436
O, -0.4807, 0.4204, 0.1013
O, -0.562, -0.0982, 0.1376
O, -0.3224, -0.1298, -0.575
O, -0.1086, 0.4139, -0.2913
O, -0.6898, 0.2484, 0.246
O, 0.2078, -0.1123, -0.5274
O, -0.1728, -0.2762, -0.4265
O, -0.1716, 0.2819, 0.1191
O, 0.3587, -0.0761, -0.0258
O, 0.3791, 0.0567, -0.3898
O, 0.1667, 0.2804, -0.1119
O, -0.6828, 0.2207, -0.1536
O, 0.3789, 0.3004, 0.4537
O, 0.411, -0.0709, 0.053
O, 0.0514, 0.4275, -0.0688
O, -0.0648, -0.3526, 0.0562
O, 0.0752, -0.1277, -0.012
O, 0.328, -0.0784, 0.5196
O, 0.1569, 0.5435, 0.0519
O, -0.0755, -0.1919, -0.0852
O, -0.2297, -0.6441, 0.1772
O, 0.3926, -0.3097, -0.2325
O, -0.004, -0.2255, 0.1084
O, -0.387, -0.2283, -0.302
O, 0.0649, -0.0208, 0.1656
O, 0.0879, -0.1003, -0.4005
O, 0.367, -0.2865, -0.0243
O, 0.2688, -0.1631, -0.5943
O, -0.2134, 0.1555, 0.2294
O, 0.5139, -0.3955, -0.0139
O, 0.3068, 0.3026, 0.1557
O, -0.535, -0.4505, -0.0473
O, -0.3157, -0.4517, -0.1046
O, 0.0635, 0.2835, -0.4608
O, -0.029, 0.4165, 0.0154
O, 0.4486, 0.42, -0.3706
O, 0.2797, -0.4149, -0.0284
O, -0.1418, 0.0885, 0.1236
O, -0.5226, 0.1243, -0.021
O, 0.3092, -0.0202, 0.2971
O, 0.2484, 0.3155, 0.1235
O, 0.3781, 0.1957, -0.1442
O, 0.3045, 0.0687, 0.134
O, 0.2865, -0.3677, -0.4442
O, -0.0504, 0.3735, -0.3143
O, -0.1371, 0.587, 0.0204
O, -0.139, 0.1189, -0.1631
O, -0.0184, -0.4658, 0.0116
O, 0.0595, 0.4406, -0.0962
O, -0.2419, 0.3661, -0.3539
O, -0.0239, -0.5927, 0.432
O, 0.1202, 0.4357, -0.295
O, -0.036, 0.2073, -0.1612
O, 0.072, -0.3316, 0.123
O, 0.1096, -0.3815, 0.0182
O, -0.3107, -0.0134, -0.4636
O, -0.0882, 0.1756, 0.3408
O, 0.1373, -0.0612, 0.2479
O, 0.101, 0.4788, -0.1284
O, -0.1153, 0.2356, -0.2016
O, -0.0369, 0.4203, 0.1685
O, -0.4898, -0.546, 0.124
O, -0.0695, 0.173, 0.2306
O, 0.1624, 0.0327, 0.1751
O, 0.3143, 0.2173, -0.1149
O, 0.1706, 0.6932, 0.0865
O, -0.0805, -0.2016, 0.2187
O, 0.1573, 0.3061, -0.4756
O, -0.0816, -0.4011, 0.3581
O, -0.077, -0.375, 0.2446
O, 0.1519, -0.5254, -0.124
O, -0.1617, -0.1261, 0.3734
O, -0.4247, 0.3561, 0.0334
O, -0.1376, 0.1761, 0.6342
O, 0.5886, 0.0778, -0.0558
O, 0.0064, 0.0124, -0.5387
O, 0.2612, -0.3305, -0.0053
O, 0.1453, -0.2988, -0.0394
O, 0.3401, 0.3881, 0.0796
O, 0.5096, -0.1345, -0.2145
O, -0.3432, -0.1722, -0.5298
O, 0.3673, 0.3804, 0.0258
O, -0.4737, -0.0633, -0.0054
O, -0.4474, 0.4227, 0.2314
O, 0.1126, 0.2708, -0.4466
O, -0.1632, 0.1047, -0.0887
O, -0.131, -0.1877, -0.57
O, 0.4552, 0.3869, 0.063
O, 0.1227, -0.1896, -0.1746
O, 0.5357, -0.3974, -0.0693
O, -0.2073, 0.154, 0.4129
O, -0.0026, 0.5028, -0.0471
O, -0.0829, -0.153, -0.4537
O, -0.132, -0.2158, -0.2536
O, 0.2322, 0.551, 0.1306
O, -0.0011, 0.4937, -0.1489
O, -0.4098, 0.4381, 0.0175
O, -0.477, 0.1151, 0.1315
O, -0.4722, -0.0863, -0.1544
O, -0.0142, -0.6408, 0.1155
O, 0.0368, 0.1105, 0.2314
O, -0.0557, -0.2443, -0.0707
O, -0.0991, 0.2766, 0.3834
O, -0.652, -0.1296, 0.1315
O, 0.4226, 0.1776, -0.4042
O, 0.3389, -0.2167, -0.1164
O, 0.4712, 0.2941, 0.1659
O, -0.2597, 0.2418, 0.0875
O, 0.2769, 0.0107, -0.2883
O, -0.0395, 0.6755, 0.0971
O, 0.1547, -0.0895, 0.2762
O, -0.5303, -0.0918, -0.024
O, -0.2525, -0.6652, -0.0094
O, 0.1193, -0.2471, 0.1626
O, 0.25, -0.3979, 0.2925
O, -0.1699, -0.4128, -0.3429
O, -0.4954, 0.004, 0.1916
O, -0.2772, 0.0509, 0.7415
O, 0.3646, -0.5099, 0.1868
O, 0.6667, -0.5899, 0.1479
O, 0.079, -0.0772, 0.6139
O, -0.4006, -0.4952, 0.245
O, -0.4316, 0.3694, -0.3094
O, -0.3944, -0.0557, 0.4149
O, 0.3002, -0.3961, 0.0817
O, -0.3731, -0.0675, 0.1191
O, 0.3088, 0.1654, -0.3769
O, 0.4914, -0.2275, 0.4352
O, 0.2562, -0.0192, 0.4895
O, 0.1553, -0.097, 0.3809
O, 0.3519, -0.2999, -0.072
O, 0.0313, 0.2081, 0.1025
O, -0.521, 0.1784, 0.4663
O, -0.2511, -0.0672, -0.6377
O, 0.1701, -0.2187, -0.063
O, 0.1533, -0.06, 0.4411
O, -0.0397, -0.2461, -0.4617
O, 0.0271, 0.437, 0.1937
O, -0.3506, -0.0318, -0.1658
O, -0.2452, 0.4539, -0.3648
O, 0.0504, 0.1856, 0.1804
O, -0.0743, -0.0564, -0.2054
O, 0.2835, -0.0139, -0.3225
O, -0.3958, -0.0603, 0.3782
O, 0.1367, -0.4351, 0.4453
O, -0.1061, 0.6161, 0.0219
O, 0.0777, -0.1273, 0.0147
O, -0.0552, 0.008, 0.5603
O, 0.1266, 0.6241, 0.08
O, 0.0807, 0.0566, 0.2698
O, -0.1979, -0.4811, 0.1697
O, 0.289, -0.2232, -0.1854
O, 0.4884, 0.017, 0.4451
O, 0.7291, 0.2815, 0.0044
O, 0.0922, 0.1372, -0.2808
O, 0.1936, 0.1143, -0.287
O, -0.7067, 0.0924, 0.1428
O, -0.059, 0.2813, -0.1956
O, 0.2855, -0.351, -0.3256
O, 0.5355, 0.03, 0.2661
O, -0.0059, 0.0124, 0.0681
O, 0.1537, -0.5781, 0.0149
O, 0.2863, -0.351, -0.4296
O, -0.1059, -0.3375, -0.1983
O, -0.074, 0.267, 0.246
O, 0.1184, -0.0096, -0.1476
O, 0.3008, 0.1468, 0.1068
O, 0.5392, -0.2368, -0.079
O, 0.2368, -0.583, 0.1376
O, 0.0227, -0.0735, -0.3781
O, -0.5712, -0.2008, 0.3787
O, 0.6785, -0.0408, 0.1949
O, -0.385, -0.2734, 0.2587
O, -0.2454, 0.1202, 0.2042
O, -0.0516, -0.2781, -0.2865
O, -0.4612, 0.1617, -0.1148
O, -0.1379, 0.4049, -0.439
O, -0.2222, 0.3276, -0.5945
O, 0.1691, 0.7258, -0.2795
O, -0.455, -0.1644, 0.2313
O, -0.3351, 0.292, -0.2338
O, -0.2989, -0.0342, -0.2922
O, 0.5771, -0.3387, -0.2281
O, -0.3698, -0.1418, -0.6673
O, 0.6092, 0.392, -0.2911
O, 0.3509, 0.1774, -0.0927
O, -0.1174, -0.1813, 0.2134
O, 0.4671, 0.403, -0.5182
O, -0.0377, 0.7147, -0.2694
O, 0.0184, 0.219, 0.0733
O, 0.1454, -0.179, 0.1113
O, -0.491, 0.3356, 0.1793
O, -0.0151, 0.2646, 0.312
O, -0.17, 0.2678, -0.1783
O, 0.2159, -0.0456, -0.0154
O, 0.2327, -0.3313, -0.3172
O, 0.0753, 0.1189, -0.098
O, -0.3313, 0.2368, 0.1169
O, 0.2679, -0.2125, -0.2214
O, -0.2723, 0.3702, 0.1841
O, 0.1969, -0.611, -0.0877
O, -0.0049, -0.5442, -0.1225
O, 0.2632, -0.025, -0.02
O, 0.1047, 0.4474, -0.3379
O, 0.0639, 0.3712, 0.166
O, -0.1868, 0.3066, -0.2015
O, -0.0721, 0.1559, 0.1106
O, 0.2177, -0.1432, -0.1297
O, 0.4673, -0.1074, 0.2818
O, 0.2754, 0.0185, 0.2733
O, 0.0049, -0.0686, -0.1002
O, -0.0702, -0.1614, -0.2476
O, 0.1329, -0.1814, 0.3757
O, 0.149, 0.1499, -0.0043
O, 0.5242, 0.1379, 0.0853
O, 0.1374, 0.1622, 0.0338
O, -0.1169, 0.0743, -0.1499
O, 0.2899, 0.3865, 0.0147
O, 0.058, 0.297, 0.1855
O, -0.2291, 0.1516, 0.1111
O, -0.0743, 0.106, -0.3373
O, -0.4714, 0.2032, -0.0394
O, -0.4935, 0.1643, 0.0579
O, -0.1021, -0.3971, 0.6002
O, 0.4537, -0.0539, -0.5346
O, -0.3732, -0.493, 0.5554
O, 0.5744, -0.2106, -0.2032
O, 0.187, -0.3661, -0.1219
